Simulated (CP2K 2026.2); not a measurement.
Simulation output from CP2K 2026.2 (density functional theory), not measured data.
Periodic cell of 3456 atoms, Si2304O1152, from a study of silicon, its oxide and their interface. The atomic structure is a simulated model.
Doubt: the forces sum to 5.79 eV/angstrom along one axis rather than to zero, so they err by at least 0.0017 eV/angstrom per atom on average; the grid cutoff is modest.

Settings: functional PBE; method Gaussian and plane waves; basis set DZVP-MOLOPT-SR-GTH; pseudopotentials GTH-PBE; grid cutoff 300 Ry, relative cutoff 40 Ry; k points Gamma only; occupations fixed; spin none; net charge 0.

Cell vectors (angstrom)
a	130.56	0	0
b	0	16.32	0
c	7.2512	-0.5732	28.0168

Atoms: element, x, y, z (angstrom)
Si	1.757	-1.386	0.059
Si	3.952	1.789	0.003
Si	1.953	4.209	-0.036
Si	4.779	6.429	-0.038
Si	1.402	-7.103	0.17
Si	3.719	-3.924	-0.072
Si	7.414	-1.872	0.158
Si	9.637	1.117	0.555
Si	7.214	4.398	-0.085
Si	10.211	6.38	0.08
Si	7.35	9.562	0.039
Si	9.643	12.356	0.586
Si	11.94	-1.019	0.277
Si	14.441	2	0.054
Si	12.26	4.145	0.568
Si	14.991	6.54	0.301
Si	11.947	-6.036	0.456
Si	15.202	-4.011	0.269
Si	2.841	0.213	1.373
Si	5.759	2.806	1.167
Si	3.113	5.522	1.47
Si	5.739	8.221	1.191
Si	2.673	-5.466	1.325
Si	5.547	-2.85	1.221
Si	8.185	-0.205	1.7
Si	10.817	2.767	1.721
Si	8.5	5.53	1.486
Si	11.043	8.263	1.394
Si	8.195	10.974	1.691
Si	10.984	-2.538	1.772
Si	13.619	0.185	1.403
Si	16.171	2.89	1.43
Si	13.617	5.51	1.845
Si	16.14	-8.027	1.438
Si	13.61	-5.057	1.7
Si	16.359	-2.593	1.688
Si	1.397	1.55	2.626
Si	4.389	4.076	2.735
Si	1.443	6.832	2.634
Si	4.21	9.54	2.579
Si	1.326	-3.986	2.625
Si	4.242	-1.284	2.585
Si	6.841	1.397	2.748
Si	9.584	4.191	3.032
Si	7.016	6.917	2.723
Si	9.632	9.536	2.866
Si	6.761	12.314	2.889
Si	9.589	-1.305	3.136
Si	12.28	1.416	2.949
Si	15.012	4.149	3.044
Si	12.293	7.036	2.981
Si	14.9	-6.636	2.891
Si	12.341	-3.813	3.129
Si	14.956	-1.146	2.856
Si	0.012	0.187	3.974
Si	2.832	2.816	4.015
Si	0.035	5.48	3.929
Si	2.788	8.242	3.974
Si	0.016	-5.315	4.045
Si	2.777	-2.62	3.933
Si	5.473	0.065	4.1
Si	8.163	2.774	4.214
Si	5.622	5.538	4.089
Si	8.251	8.246	4.227
Si	5.424	10.893	4.126
Si	8.156	-2.696	4.305
Si	10.951	0.119	4.378
Si	13.614	2.798	4.332
Si	10.949	5.604	4.31
Si	13.634	-7.971	4.344
Si	10.935	-5.333	4.259
Si	13.694	-2.451	4.378
Si	1.351	-1.235	10.811
Si	4.091	1.482	10.821
Si	1.27	4.173	10.732
Si	4.061	6.928	10.828
Si	1.33	9.634	10.788
Si	4.077	-3.938	10.851
Si	6.807	-1.233	10.919
Si	9.548	1.539	11.024
Si	6.796	4.198	10.955
Si	9.536	6.974	11.029
Si	6.781	9.65	10.913
Si	9.573	-3.898	11.054
Si	12.28	-1.208	11.105
Si	15.02	1.498	11.083
Si	12.27	4.243	11.051
Si	15.007	-9.331	11.043
Si	12.266	-6.63	11.094
Si	15.022	-3.897	11.119
Si	2.705	0.154	12.147
Si	5.418	2.803	12.264
Si	2.606	5.547	12.041
Si	5.41	8.275	12.236
Si	2.69	-5.313	12.136
Si	5.437	-2.589	12.256
Si	8.149	0.149	12.286
Si	10.914	2.897	12.427
Si	8.177	5.559	12.31
Si	10.859	8.354	12.446
Si	8.153	11.008	12.27
Si	10.93	-2.545	12.509
Si	13.664	0.132	12.464
Si	16.4	2.874	12.412
Si	13.625	5.627	12.377
Si	16.359	-7.965	12.414
Si	13.599	-5.226	12.458
Si	16.436	-2.552	12.485
Si	1.375	1.527	13.515
Si	3.89	4.187	13.399
Si	1.28	6.847	13.454
Si	3.986	-6.682	13.523
Si	1.383	-3.961	13.53
Si	4.063	-1.16	13.524
Si	6.818	1.464	13.685
Si	9.535	4.279	13.772
Si	6.778	6.908	13.594
Si	9.453	9.769	13.772
Si	6.799	-3.984	13.61
Si	9.506	-1.095	13.733
Si	12.304	1.54	13.786
Si	15.003	4.285	13.719
Si	12.238	6.953	13.755
Si	15	-6.55	13.777
Si	12.263	-3.925	13.956
Si	15.03	-1.222	13.87
Si	0.016	0.191	14.844
Si	2.631	2.938	14.935
Si	-0.07	5.555	14.888
Si	2.607	8.204	14.797
Si	0.052	-5.384	14.874
Si	2.728	-2.519	14.851
Si	5.326	0.174	15.005
Si	8.182	2.848	15.068
Si	5.23	5.513	14.685
Si	8.122	8.271	15.011
Si	5.371	-5.368	14.9
Si	8.078	-2.507	14.948
Si	10.891	0.25	15.169
Si	13.698	2.918	15.113
Si	10.913	5.621	15.219
Si	13.523	8.425	15.048
Si	10.675	11.166	15.316
Si	13.747	-2.623	15.354
Si	1.239	-1.291	16.19
Si	4.202	1.826	16.27
Si	1.042	4.059	16.318
Si	4.125	7.018	16.098
Si	1.09	-7.047	16.203
Si	4.178	-3.797	16.141
Si	6.355	-1.544	16.202
Si	9.813	1.904	16.547
Si	6.368	3.993	15.974
Si	9.658	7.215	16.464
Si	6.396	-7.04	16.205
Si	9.595	-3.273	16.581
Si	12.117	-1.299	16.451
Si	15.375	1.834	16.375
Si	12.176	4.054	16.516
Si	15.096	7.278	16.321
Si	11.867	9.476	16.409
Si	15.565	-3.748	16.593
Si	8.53	3.724	-2.937
Si	5.514	5.82	-5.104
Si	12.096	-2.99	20.442
Si	6.045	1.309	-6.538
Si	-3.763	-2.144	-6.156
Si	6.339	7.429	20.428
Si	7.469	5.875	18.24
Si	11.647	-0.627	-2.575
Si	2.437	6.833	-1.444
Si	-1.916	-4.036	-4.993
Si	6.823	-0.872	-2.778
Si	10.17	4.761	-5.37
Si	2.397	0.554	18.55
Si	-4.194	0.766	-6.575
Si	2.518	-4.562	-2.775
Si	15.548	-5.508	19.323
Si	2.995	-5.719	18.338
Si	12.598	-5.507	19.122
Si	1.792	0.625	-4.541
Si	17.644	-7.63	19.086
Si	-3.186	2.875	-2.31
Si	4.372	0.728	-2.865
Si	1.267	-4.376	20.596
Si	11.096	6.397	20.556
Si	5.909	-3.605	20.363
Si	4.293	-4.178	-5.031
Si	0.694	2.966	-6.118
Si	12.501	-6.673	-2.265
Si	9.199	-3.206	-6.384
Si	4.314	-6.656	-6.718
Si	1.134	-7.226	-2.764
Si	-2.334	2.989	-5.363
Si	-3.639	-6.348	-4.136
Si	7.242	-3.643	-4.102
Si	9.04	1.012	-2.342
Si	2.57	5.725	18.569
Si	5.727	3.181	-4.243
Si	7.496	-6.251	-2.88
Si	1.056	5.772	-7.265
Si	6.564	-7.904	-5.227
Si	9.6	-7.901	-1.71
Si	13.497	5.896	18.708
Si	-0.364	-3.509	-2.429
Si	14.847	-1.47	20.739
Si	9.007	0.893	19.454
Si	5.84	-6.365	19.019
Si	7.876	-1.9	18.716
Si	-1.614	8.111	-3.115
Si	13.884	0.193	18.62
Si	0.119	-0.512	-2.317
Si	3.454	0.078	-6.873
Si	7.902	6.237	-6.605
Si	-4.018	4.986	-6.916
Si	-3.214	7.455	-5.526
Si	17.694	-1.503	0.135
Si	20.664	1.294	0.038
Si	17.339	4.446	0.147
Si	20.462	6.833	0.21
Si	17.248	-6.388	0.176
Si	19.942	-3.689	-0.07
Si	22.677	-1.12	0.181
Si	25.972	1.347	-0.213
Si	22.567	4.466	0.106
Si	25.974	6.364	-0.225
Si	23.095	-6.707	-0.144
Si	26.026	-3.965	0.142
Si	29	-1.813	-0.286
Si	30.581	2.279	-0.41
Si	28.265	4.319	0.211
Si	31.046	6.801	-0.279
Si	27.961	-6.347	-0.063
Si	31.196	-3.998	0.028
Si	18.909	0.199	1.23
Si	21.634	2.844	1.502
Si	18.91	5.611	1.463
Si	21.761	-7.963	1.38
Si	18.926	-5.275	1.386
Si	21.486	-2.634	1.42
Si	24.475	0.067	1.179
Si	26.922	2.841	1.337
Si	24.373	5.468	1.242
Si	26.906	-8.087	1.098
Si	24.349	-5.24	1.223
Si	27.382	-2.575	1.339
Si	29.859	0.196	0.79
Si	32.393	3.099	0.887
Si	29.748	5.688	1.313
Si	32.301	-7.906	0.965
Si	29.709	-5.344	1.222
Si	32.589	-2.504	1.149
Si	17.597	1.507	2.707
Si	20.249	4.204	2.812
Si	17.59	7.002	2.821
Si	20.358	-6.613	2.712
Si	17.71	-3.977	2.95
Si	20.212	-1.179	2.733
Si	23.138	1.462	2.662
Si	25.635	4.176	2.719
Si	23.095	6.918	2.661
Si	25.659	-6.694	2.567
Si	22.985	-3.953	2.652
Si	25.852	-1.235	2.565
Si	28.475	1.407	2.396
Si	31.192	4.305	2.503
Si	28.366	7.06	2.562
Si	31.094	-6.676	2.513
Si	28.576	-3.96	2.707
Si	31.217	-1.042	2.349
Si	16.327	0.181	4.198
Si	18.934	2.841	4.153
Si	16.352	5.607	4.278
Si	19.018	-7.976	4.128
Si	16.321	-5.329	4.256
Si	19.015	-2.539	4.231
Si	21.712	0.13	4.021
Si	24.376	2.822	4.103
Si	21.702	5.585	4.056
Si	24.401	-8.023	4.035
Si	21.704	-5.281	4.098
Si	24.433	-2.581	3.926
Si	27.176	0.147	3.907
Si	29.839	2.84	3.758
Si	27.094	5.599	3.918
Si	29.795	-7.993	3.92
Si	27.105	-5.331	3.921
Si	29.968	-2.475	3.836
Si	17.754	-1.218	11.031
Si	20.491	1.496	10.936
Si	17.742	4.216	11.002
Si	20.508	-9.365	10.94
Si	17.718	-6.628	11.003
Si	20.525	-3.896	10.911
Si	23.198	-1.203	10.81
Si	25.945	1.518	10.712
Si	23.215	4.225	10.831
Si	25.952	-9.344	10.727
Si	23.247	-6.664	10.868
Si	25.993	-3.952	10.735
Si	28.673	-1.22	10.605
Si	31.419	1.524	10.485
Si	28.65	4.223	10.58
Si	31.409	-9.358	10.488
Si	28.678	-6.645	10.636
Si	31.402	-3.901	10.493
Si	19.164	0.121	12.337
Si	21.869	2.886	12.242
Si	19.123	5.606	12.291
Si	21.923	-8.025	12.28
Si	19.126	-5.219	12.246
Si	21.908	-2.545	12.263
Si	24.604	0.155	12.09
Si	27.321	2.913	12.021
Si	24.626	5.612	12.107
Si	27.356	-7.999	12.06
Si	24.717	-5.339	12.15
Si	27.372	-2.577	12.049
Si	30.071	0.185	11.847
Si	32.8	2.841	11.853
Si	30.073	5.58	11.836
Si	32.797	-8.016	11.823
Si	30.095	-5.252	11.896
Si	32.767	-2.535	11.823
Si	17.831	1.491	13.712
Si	20.517	4.27	13.622
Si	17.756	-9.39	13.684
Si	20.482	-6.602	13.505
Si	17.921	-3.898	13.786
Si	20.518	-1.252	13.712
Si	23.286	1.496	13.511
Si	26.001	4.286	13.453
Si	23.374	-9.404	13.604
Si	26.102	-6.667	13.574
Si	23.397	-3.931	13.462
Si	25.99	-1.213	13.398
Si	28.742	1.514	13.246
Si	31.425	4.222	13.162
Si	28.775	-9.43	13.266
Si	31.471	-6.626	13.201
Si	28.827	-3.904	13.359
Si	31.456	-1.115	13.198
Si	16.486	0.161	15.133
Si	19.174	2.924	15.02
Si	16.336	5.641	15.1
Si	19.182	-7.979	14.903
Si	16.532	-5.257	15.093
Si	19.299	-2.611	15.296
Si	21.925	0.175	14.917
Si	24.624	2.926	14.814
Si	21.949	5.592	14.961
Si	24.829	-8.123	15.011
Si	21.984	-5.293	14.7
Si	24.751	-2.593	14.866
Si	27.343	0.241	14.624
Si	30.136	2.848	14.556
Si	27.5	5.589	14.759
Si	30.164	-8.062	14.532
Si	27.61	-5.286	14.837
Si	30.129	-2.379	14.624
Si	17.657	-1.345	16.545
Si	20.794	1.762	16.269
Si	17.578	4.076	16.351
Si	20.821	-9.053	16.149
Si	17.598	-6.978	16.319
Si	21.161	-3.824	16.346
Si	23.172	-1.386	16.128
Si	26.255	1.797	16.011
Si	23.059	3.959	16.243
Si	26.577	-9.225	16.305
Si	23.118	-6.871	15.977
Si	26.519	-3.627	16.088
Si	28.559	-1.161	15.989
Si	31.707	1.762	15.89
Si	28.632	3.927	15.97
Si	31.837	-9.178	15.701
Si	28.803	-6.975	16.072
Si	31.758	-3.603	15.73
Si	21.367	3.19	-2.207
Si	19.006	2.014	-4.999
Si	27.291	-4.29	18.821
Si	30.622	-1.471	20.112
Si	20.726	-1.559	20.692
Si	22.339	-7.532	20.489
Si	23.724	4.527	19.228
Si	27.994	0.056	-2.155
Si	19.002	-7.77	-2.038
Si	16.78	-3.04	-4.704
Si	24.39	-2.27	-1.876
Si	26.058	4.989	-5.638
Si	19.249	0.35	18.697
Si	11.949	2.8	-6.953
Si	22.57	-5.493	-5.034
Si	30.5	-6.792	18.807
Si	12.343	-7.231	-6.448
Si	28.256	-6.538	20.6
Si	18.64	4.045	-2.633
Si	32.186	7.087	18.562
Si	14.206	0.704	-2.671
Si	22.023	1.947	-4.992
Si	11.89	-2.423	-5.202
Si	14.26	7.27	-2.471
Si	23.09	-3.266	20.405
Si	24.23	-3.191	-4.544
Si	24.057	1.761	20.749
Si	26.743	7.781	-4.266
Si	25.955	-1.637	-6.386
Si	28.89	3.695	18.861
Si	16.049	-5.693	-5.058
Si	14.318	1.327	-5.662
Si	13.213	-5.002	-4.491
Si	22.553	7.67	-4.865
Si	25.312	0.58	-2.917
Si	18.911	6.067	18.381
Si	24.876	2.329	-5.435
Si	19.962	7.781	-6.37
Si	17.084	6.679	-3.452
Si	21.059	-5.471	-2.259
Si	24.426	7.777	-2.412
Si	26.554	5.57	19.181
Si	19.089	-0.926	-5.194
Si	30.373	-3.993	18.43
Si	24.931	0.1	18.274
Si	22.566	-5.472	18.376
Si	25.855	-1.926	19.959
Si	16.928	7.896	-5.84
Si	29.831	0.767	18.205
Si	15.565	-2.005	-1.997
Si	21.949	-1.176	-5.41
Si	23.648	5.861	-7.257
Si	20.82	4.826	20.437
Si	12.73	6.468	-4.947
Si	33.962	-1.334	-0.351
Si	36.829	1.711	-0.721
Si	33.417	4.742	-0.486
Si	36.668	6.979	-0.537
Si	33.276	-6.271	-0.418
Si	36.193	-3.549	-0.793
Si	39.708	-1.401	-0.5
Si	42.306	1.696	-0.335
Si	39.033	4.758	-0.721
Si	42.725	6.506	-0.548
Si	39.626	-6.497	-0.443
Si	41.985	-3.62	-0.329
Si	45.04	-1.426	-0.284
Si	47.02	2.168	-0.458
Si	44.805	4.32	0.075
Si	47.9	6.33	-0.288
Si	44.978	-6.824	-0.708
Si	47.488	-3.516	-0.41
Si	35.329	0.315	0.665
Si	38.057	3.068	0.711
Si	35.149	5.763	0.797
Si	37.976	-7.798	0.704
Si	35.148	-5.197	0.658
Si	37.946	-2.532	0.611
Si	40.796	0.254	0.809
Si	43.387	2.972	1.248
Si	40.813	5.661	0.648
Si	43.67	-8.102	0.804
Si	40.865	-5.202	0.98
Si	43.513	-2.549	1.034
Si	46.197	0.296	0.804
Si	48.852	2.729	1.01
Si	46.333	5.55	1.242
Si	48.993	-8.239	0.88
Si	46.336	-5.36	0.667
Si	49.249	-2.568	0.795
Si	33.909	1.641	2.088
Si	36.61	4.356	2.098
Si	33.846	7.093	2.236
Si	36.582	-6.516	2.09
Si	34.002	-3.918	2.315
Si	36.67	-1.119	2.07
Si	39.401	1.643	2.119
Si	41.958	4.378	2.336
Si	39.44	7.085	2.026
Si	42.251	-6.706	2.167
Si	39.329	-3.845	2.143
Si	42.122	-1.123	2.273
Si	44.85	1.487	2.355
Si	47.649	4.094	2.499
Si	44.937	7.002	2.379
Si	47.63	-6.754	2.159
Si	44.951	-4.047	2.175
Si	47.713	-1.169	2.109
Si	32.661	0.271	3.62
Si	35.312	2.95	3.5
Si	32.62	5.688	3.722
Si	35.308	-7.913	3.544
Si	32.609	-5.275	3.693
Si	35.398	-2.506	3.566
Si	38.059	0.212	3.47
Si	40.713	2.906	3.633
Si	38.069	5.684	3.437
Si	40.815	-8.003	3.518
Si	38.014	-5.24	3.513
Si	40.734	-2.534	3.552
Si	43.512	0.12	3.69
Si	46.229	2.761	3.769
Si	43.49	5.623	3.649
Si	46.313	-8.003	3.692
Si	43.587	-5.359	3.578
Si	46.329	-2.621	3.487
Si	34.102	-1.194	10.421
Si	36.812	1.544	10.405
Si	34.115	4.188	10.438
Si	36.854	-9.408	10.448
Si	34.125	-6.668	10.423
Si	36.824	-3.935	10.368
Si	39.499	-1.253	10.378
Si	42.191	1.493	10.422
Si	39.503	4.231	10.496
Si	42.211	-9.425	10.53
Si	39.502	-6.724	10.412
Si	42.21	-4.01	10.442
Si	44.878	-1.331	10.413
Si	47.596	1.373	10.5
Si	44.904	4.163	10.538
Si	47.598	-9.498	10.535
Si	44.874	-6.786	10.535
Si	47.587	-4.125	10.495
Si	35.464	0.18	11.738
Si	38.148	2.858	11.849
Si	35.532	5.487	11.766
Si	38.228	-8.092	11.853
Si	35.511	-5.31	11.733
Si	38.163	-2.611	11.765
Si	40.834	0.117	11.737
Si	43.53	2.804	11.879
Si	40.854	5.563	11.928
Si	43.554	-8.127	11.994
Si	40.853	-5.396	11.78
Si	43.556	-2.661	11.829
Si	46.237	-0.037	11.804
Si	48.928	2.724	11.923
Si	46.275	5.504	11.96
Si	48.91	-8.206	12.003
Si	46.258	-5.479	11.91
Si	48.95	-2.788	11.856
Si	34.18	1.475	13.213
Si	36.806	4.175	13.286
Si	34.191	-9.466	13.053
Si	36.866	-6.67	13.106
Si	34.17	-3.946	13.075
Si	36.813	-1.172	13.065
Si	39.505	1.443	13.155
Si	42.218	4.203	13.306
Si	39.505	-9.442	13.392
Si	42.066	-6.78	13.274
Si	39.509	-4.026	13.111
Si	42.166	-1.23	13.104
Si	44.898	1.342	13.144
Si	47.609	4.131	13.368
Si	45.01	-9.425	13.428
Si	47.594	-6.8	13.41
Si	44.883	-4.086	13.201
Si	47.555	-1.439	13.19
Si	32.844	0.152	14.611
Si	35.509	2.749	14.674
Si	32.88	5.517	14.44
Si	35.555	-8.124	14.364
Si	32.873	-5.255	14.507
Si	35.489	-2.539	14.381
Si	38.116	0.119	14.523
Si	40.809	2.781	14.572
Si	38.11	5.494	14.762
Si	40.808	-8.075	14.878
Si	38.207	-5.375	14.538
Si	40.756	-2.547	14.414
Si	43.521	0.05	14.534
Si	46.257	2.615	14.553
Si	43.662	5.483	14.749
Si	46.274	-8.016	14.989
Si	43.391	-5.346	14.521
Si	46.292	-2.842	14.619
Si	34.011	-1.474	15.85
Si	37.02	1.524	16.065
Si	33.919	3.967	15.858
Si	36.901	-9.187	15.991
Si	34.069	-6.936	15.637
Si	37.033	-3.706	15.636
Si	39.206	-1.471	15.816
Si	42.327	1.584	15.888
Si	39.225	3.798	15.994
Si	42.592	-9.183	16.056
Si	39.114	-6.884	16.169
Si	42.252	-3.675	15.736
Si	44.674	-1.608	15.725
Si	47.87	1.433	15.839
Si	44.711	3.667	15.944
Si	47.912	-9.182	16.41
Si	44.534	-6.656	16.052
Si	47.915	-3.93	16.059
Si	39.296	5.736	-3.41
Si	42.996	3.885	20.032
Si	44.377	-4.847	18.741
Si	39.675	-0.219	-7.165
Si	37.433	-2.809	19.625
Si	30.09	7.928	-6.744
Si	39.667	1.438	20.403
Si	43.963	0.206	-2.28
Si	34.646	-8.049	-2.686
Si	32.235	-4.987	-6.136
Si	38.885	0.322	-2.795
Si	40.204	2.758	-7.227
Si	35.738	-0.39	18.293
Si	27.244	0.973	-6.901
Si	35.014	-6.121	-5.131
Si	41.096	-6.633	-7.202
Si	35.7	-5.538	17.829
Si	38.597	-7.021	-5.628
Si	34.615	2.869	-2.519
Si	48.488	6.507	19.301
Si	30.601	1.514	-3.284
Si	34.248	3.547	-5.501
Si	34.863	-4.392	20.331
Si	43.749	-7.183	20.385
Si	32.794	-2.146	-7.061
Si	42.098	-4.631	-5.058
Si	40.27	3.864	18.884
Si	43.752	-4.721	-2.561
Si	41.87	-2.27	-7.069
Si	45.506	2.72	18.622
Si	30.284	-6.499	-4.537
Si	29.906	2.427	-6.144
Si	27.922	-6.544	-6.147
Si	39.993	-5.849	-3.37
Si	41.643	1.674	-3.214
Si	35.03	5.786	18.19
Si	42.885	2.836	-5.871
Si	37.227	6.564	-5.177
Si	34.042	6.44	-4.929
Si	36.215	-3.531	-3.947
Si	40.979	7.978	-2.264
Si	42.561	6.805	19.068
Si	34.687	-1.178	-4.959
Si	47.364	-4.757	19.098
Si	40.95	-0.203	18.088
Si	38.441	-5.588	18.885
Si	42.03	-2.972	18.512
Si	29.245	-8.004	-2.391
Si	46.097	-0.052	17.956
Si	33.181	0.267	-2.778
Si	37.559	-1.186	-5.163
Si	39.633	5.528	-6.333
Si	28.837	5.171	-7.054
Si	40.019	6.603	20.413
Si	50.657	-1.083	-0.524
Si	53.591	1.174	-0.21
Si	50.183	4.117	-0.247
Si	53.499	6.272	-0.259
Si	50.205	-6.823	-0.529
Si	53.297	11.813	-0.37
Si	55.742	-1.116	-0.354
Si	59.036	1.177	-0.414
Si	55.788	4.073	-0.184
Si	58.983	6.25	-0.267
Si	55.654	9.725	-0.035
Si	58.63	11.933	-0.314
Si	62.102	-2.278	-0.257
Si	64.45	0.901	0.209
Si	61.422	4.271	-0.08
Si	63.903	6.878	0.386
Si	61.64	8.863	-0.147
Si	64.331	11.812	0.265
Si	51.875	0.107	1.021
Si	54.645	2.624	1.228
Si	51.836	5.241	1.022
Si	54.516	7.981	1.025
Si	51.672	10.748	0.919
Si	54.52	-2.797	0.833
Si	57.349	0.013	0.943
Si	60.2	2.573	1.076
Si	57.37	5.221	1.092
Si	59.976	7.882	1.168
Si	57.293	10.757	1.24
Si	60.124	-3.014	0.981
Si	62.805	-0.421	1.181
Si	65.518	2.514	1.482
Si	62.687	5.327	1.547
Si	65.391	8.111	1.62
Si	62.687	10.522	1.274
Si	65.475	-2.959	1.571
Si	50.326	1.357	2.308
Si	53.141	3.939	2.465
Si	50.433	6.742	2.274
Si	53.068	9.378	2.316
Si	50.403	12.248	2.237
Si	53.174	-1.436	2.285
Si	56.008	1.223	2.482
Si	58.696	3.843	2.473
Si	55.941	6.652	2.396
Si	58.613	9.302	2.51
Si	55.865	12.234	2.376
Si	58.715	-1.491	2.271
Si	61.42	1.082	2.455
Si	64.08	3.878	2.74
Si	61.236	6.649	2.762
Si	63.961	9.382	2.879
Si	61.301	11.969	2.536
Si	64.041	-1.595	2.786
Si	49.004	0	3.679
Si	51.702	2.641	3.752
Si	49.069	5.461	3.733
Si	51.726	8.079	3.72
Si	48.995	10.899	3.574
Si	51.773	-2.77	3.655
Si	54.53	-0.132	3.73
Si	57.297	2.568	3.869
Si	54.515	5.334	3.766
Si	57.209	7.989	3.849
Si	54.459	10.793	3.662
Si	57.272	-2.777	3.724
Si	59.969	-0.186	3.809
Si	62.678	2.46	3.956
Si	59.886	5.22	3.979
Si	62.605	7.979	4.142
Si	59.932	10.665	3.915
Si	62.619	-2.984	4.005
Si	50.283	-1.444	10.443
Si	53.046	1.273	10.495
Si	50.283	4.034	10.521
Si	52.974	6.672	10.6
Si	50.264	9.44	10.561
Si	52.998	-4.208	10.481
Si	55.728	-1.505	10.546
Si	58.495	1.255	10.622
Si	55.726	3.968	10.615
Si	58.429	6.625	10.711
Si	55.683	9.32	10.574
Si	58.478	-4.251	10.634
Si	61.194	-1.524	10.717
Si	63.907	1.18	10.801
Si	61.161	3.927	10.782
Si	63.892	6.614	10.857
Si	61.137	9.318	10.771
Si	63.916	-4.257	10.801
Si	51.652	-0.098	11.766
Si	54.348	2.611	11.941
Si	51.583	5.339	11.978
Si	54.336	7.979	11.993
Si	51.644	10.791	11.881
Si	54.339	-2.888	11.865
Si	57.107	-0.127	11.86
Si	59.781	2.575	12.119
Si	57.044	5.276	12.067
Si	59.757	7.951	12.14
Si	57.08	10.658	11.874
Si	59.844	-2.912	12.031
Si	62.525	-0.179	12.118
Si	65.197	2.517	12.237
Si	62.492	5.276	12.196
Si	65.231	7.954	12.262
Si	62.525	10.685	12.093
Si	65.253	-2.903	12.199
Si	50.312	1.24	13.135
Si	52.912	3.911	13.321
Si	50.219	-9.624	13.398
Si	52.939	9.385	13.26
Si	50.321	-4.142	13.246
Si	52.943	-1.479	13.142
Si	55.768	1.216	13.215
Si	58.368	3.919	13.491
Si	55.636	6.591	13.442
Si	58.297	9.328	13.382
Si	55.724	-4.315	13.157
Si	58.453	-1.457	13.224
Si	61.192	1.226	13.457
Si	63.814	3.911	13.59
Si	61.118	6.624	13.583
Si	63.818	9.367	13.55
Si	61.176	-4.292	13.447
Si	63.811	-1.568	13.524
Si	48.965	-0.092	14.474
Si	51.599	2.451	14.648
Si	48.923	5.406	14.952
Si	51.599	-8.245	14.703
Si	49.052	-5.467	14.715
Si	51.63	-2.756	14.611
Si	54.384	-0.191	14.415
Si	57.009	2.458	14.784
Si	54.211	5.212	14.781
Si	56.954	7.993	14.829
Si	54.366	10.693	14.553
Si	57.069	-2.884	14.402
Si	59.819	-0.197	14.676
Si	62.418	2.576	14.99
Si	59.712	5.249	14.934
Si	62.41	8.082	14.976
Si	59.697	10.68	14.683
Si	62.526	-2.987	14.906
Si	50.027	-1.59	15.923
Si	53.203	1.163	15.851
Si	50.114	3.606	16.055
Si	52.992	-9.528	16.081
Si	50.217	-6.979	16.147
Si	53.283	-3.965	15.734
Si	55.491	-1.797	15.673
Si	58.628	1.249	16.051
Si	55.278	3.501	16.002
Si	58.552	6.893	16.157
Si	55.252	9.081	16.062
Si	58.589	-3.931	15.789
Si	60.91	-1.757	16.069
Si	63.898	1.343	16.349
Si	60.731	3.618	16.341
Si	64.114	6.899	16.059
Si	60.688	9.238	16.23
Si	64.172	-4.146	16.194
Si	56.154	3.714	-3.095
Si	59.929	1.571	20.311
Si	63.585	-5.142	19.073
Si	55.704	-0.429	-6.636
Si	47.023	-2.433	-5.869
Si	55.573	6.623	20.156
Si	56.075	3.914	19.006
Si	60.205	-1.061	-2.065
Si	51.622	7.39	-2.477
Si	46.594	-3.907	-3.096
Si	57.488	-2.558	-2.339
Si	56.818	2.475	-5.831
Si	51.864	-0.538	18.145
Si	52.284	1.116	20.635
Si	52.638	-4.245	-3.432
Si	63.888	-7.958	20.405
Si	52.129	-5.569	18.224
Si	55.162	-5.2	-4.732
Si	50.58	2.869	-3.168
Si	64.704	5.938	18.599
Si	46.741	1.14	-3.193
Si	53.547	2.397	-3.106
Si	51.979	-2.983	19.892
Si	51.613	7.759	-5.326
Si	49.107	-4.373	-7.254
Si	57.037	-3.046	-5.455
Si	56.749	1.154	20.161
Si	59.918	-6.296	-2.449
Si	65.946	-3.923	20.32
Si	60.776	4.466	19.393
Si	50.542	-5.813	-5.013
Si	47.475	0.663	-5.993
Si	48.402	-6.16	-2.863
Si	56.91	-7.057	-2.857
Si	60.291	1.536	-2.989
Si	51.279	5.282	18.338
Si	61.533	2.549	-5.516
Si	58	7.188	-5.847
Si	49.901	5.637	-4.235
Si	53.749	-7.084	-6.845
Si	57.52	6.573	-3.103
Si	58.155	5.821	19.062
Si	51.477	-1.459	-3.426
Si	60.632	-5.552	19.069
Si	57.316	-0.792	18.04
Si	54.795	-6.98	18.938
Si	58.17	-3.676	18.596
Si	46.818	7.71	-2.672
Si	62.045	-0.1	18.556
Si	49.192	0.03	-2.786
Si	53.385	0.414	-5.13
Si	63.477	4.509	20.737
Si	44.997	4.636	-6.935
Si	47.043	6.458	-5.274
Si	66.546	-1.367	0.248
Si	69.245	1.375	0.138
Si	67.021	3.585	0.017
Si	68.884	7.311	-0.079
Si	66.642	9.587	0.345
Si	69.75	11.837	0.293
Si	72.479	-1.933	-0.063
Si	-55.438	0.929	-0.099
Si	72.022	3.904	-0.016
Si	-55.433	6.405	0.29
Si	71.898	9.605	0.262
Si	-55.843	12.142	-0.122
Si	-53.283	-1.399	0.003
Si	-49.922	0.9	-0.179
Si	-53.185	4.268	0.174
Si	-50.599	6.669	0.419
Si	-52.802	8.894	0.415
Si	-50.051	11.805	0.18
Si	68.141	-0.193	1.477
Si	70.822	2.513	1.426
Si	68.054	5.397	1.185
Si	70.637	8.03	1.41
Si	68.131	10.798	1.613
Si	70.955	-2.907	1.466
Si	-57.018	-0.242	1.24
Si	-54.335	2.528	1.261
Si	-57.121	5.21	1.373
Si	-54.34	7.847	1.756
Si	-56.988	10.717	1.417
Si	-54.383	-2.974	1.337
Si	-51.575	-0.219	1.171
Si	-48.959	2.581	1.235
Si	-51.77	5.239	1.768
Si	-48.936	7.899	1.522
Si	-51.639	10.64	1.475
Si	-48.81	-2.895	1.302
Si	66.82	1.168	2.871
Si	69.453	4.026	2.655
Si	66.743	6.586	2.765
Si	69.423	9.345	2.907
Si	66.818	12.116	2.96
Si	69.536	-1.548	2.776
Si	-58.369	1.099	2.698
Si	-55.732	3.829	2.721
Si	-58.48	6.625	2.706
Si	-55.724	9.35	2.849
Si	-58.309	12.05	2.855
Si	-55.7	-1.569	2.719
Si	-52.925	1.162	2.62
Si	-50.273	3.808	2.793
Si	-53.044	6.56	3.149
Si	-50.288	9.295	2.874
Si	-53.023	12.03	2.753
Si	-50.265	-1.562	2.645
Si	65.389	-0.2	4.134
Si	68.155	2.622	4.112
Si	65.379	5.249	4.126
Si	68.066	7.938	4.184
Si	65.369	10.729	4.192
Si	68.188	-2.846	4.221
Si	-59.716	-0.179	4.138
Si	-57.053	2.473	4.103
Si	-59.772	5.276	4.128
Si	-57.122	7.968	4.132
Si	-59.722	10.7	4.197
Si	-57.009	-2.876	4.19
Si	-54.305	-0.185	4.04
Si	-51.643	2.461	4.131
Si	-54.459	5.134	4.264
Si	-51.627	7.99	4.308
Si	-54.351	10.706	4.183
Si	-51.633	-2.901	4.067
Si	66.625	-1.575	10.823
Si	69.362	1.176	10.919
Si	66.608	3.875	10.895
Si	69.413	6.644	10.965
Si	66.632	9.318	10.916
Si	69.42	-4.255	10.924
Si	-58.48	-1.563	10.966
Si	-55.742	1.186	10.997
Si	-58.462	3.887	10.984
Si	-55.709	6.642	11.017
Si	-58.434	9.335	11.034
Si	-55.753	-4.279	11.003
Si	-53.049	-1.564	10.985
Si	-50.266	1.247	10.935
Si	-53.052	3.913	10.973
Si	-50.283	6.615	10.964
Si	-53.039	9.324	10.994
Si	-50.295	-4.271	10.98
Si	67.955	-0.224	12.186
Si	70.708	2.517	12.321
Si	67.998	5.249	12.197
Si	70.76	7.987	12.407
Si	68.038	10.69	12.217
Si	70.747	-2.933	12.371
Si	-57.147	-0.18	12.307
Si	-54.418	2.584	12.373
Si	-57.093	5.269	12.322
Si	-54.373	7.998	12.447
Si	-57.082	10.693	12.43
Si	-54.431	-2.925	12.38
Si	-51.689	-0.09	12.199
Si	-48.922	2.557	12.398
Si	-51.669	5.267	12.308
Si	-48.934	7.966	12.356
Si	-51.69	10.694	12.334
Si	-48.901	-2.879	12.275
Si	66.515	1.044	13.529
Si	69.281	3.892	13.598
Si	66.647	6.56	13.562
Si	69.342	9.396	13.691
Si	66.672	-4.264	13.515
Si	69.309	-1.517	13.598
Si	72.071	1.159	13.699
Si	-55.801	3.951	13.76
Si	72.169	6.597	13.745
Si	-55.723	9.373	13.873
Si	72.1	-4.295	13.822
Si	-55.859	-1.552	13.693
Si	-53.038	1.175	13.647
Si	-50.382	3.894	13.696
Si	-52.963	6.598	13.75
Si	-50.347	9.315	13.685
Si	-53.038	-4.272	13.731
Si	-50.271	-1.399	13.458
Si	65.081	-0.223	14.962
Si	67.872	2.417	14.806
Si	65.27	5.214	14.906
Si	67.947	7.97	14.936
Si	65.301	10.697	14.817
Si	67.945	-2.879	14.925
Si	70.655	-0.207	15.011
Si	73.351	2.577	15.103
Si	70.687	5.224	14.965
Si	73.491	7.945	15.239
Si	70.67	10.688	15.196
Si	73.423	-2.872	15.211
Si	-54.503	-0.131	14.945
Si	-51.698	2.467	15.085
Si	-54.339	5.261	15.109
Si	-51.635	7.956	15.179
Si	-54.309	10.717	15.292
Si	-51.684	-2.647	14.767
Si	66.272	-1.817	16.196
Si	69.423	1.376	16.213
Si	66.284	3.421	16.164
Si	69.506	6.787	16.206
Si	66.362	9.131	16.211
Si	69.46	-3.942	16.381
Si	71.722	-1.727	16.459
Si	74.93	1.387	16.344
Si	71.651	3.625	16.386
Si	75.237	6.874	16.522
Si	71.755	8.992	16.493
Si	75.157	-3.883	16.515
Si	-53.235	-1.586	16.2
Si	-50.012	1.266	16.223
Si	-53.332	3.548	16.39
Si	-49.927	6.847	16.394
Si	-53.075	9.138	16.629
Si	-50.196	-3.904	15.949
Si	-60.935	5.163	-4.607
Si	-61.75	2.298	-5.696
Si	-51.229	-5.366	18.304
Si	-51.394	-0.506	18.393
Si	62.414	-2.679	-5.61
Si	-58.029	-7.417	19.434
Si	-58.371	4.076	19.452
Si	-54.538	-1.541	-5.128
Si	67.311	-6.587	-3.652
Si	64.654	-1.307	-4.286
Si	-52.405	-1.87	-2.867
Si	-56.865	2.825	-5.386
Si	67.694	-0.046	18.427
Si	59.422	1.691	-7.22
Si	-61.696	-4.281	-2.559
Si	-53.344	-7.52	-4.46
Si	67.886	-5.6	18.541
Si	-56.349	-6.1	-6.688
Si	65.666	5.468	-1.81
Si	-49.288	5.06	18.75
Si	62.997	2.538	-2.027
Si	65.999	2.105	-7.084
Si	60.371	-0.946	-7.216
Si	66.043	-5.58	-6.073
Si	65.076	-2.794	-6.668
Si	-56.959	-3.27	-5.609
Si	-59.261	2.002	-7.193
Si	-53.996	-5.964	-2.015
Si	-51.393	-2.918	20.021
Si	-51.983	4.087	19.211
Si	-59.709	-4.344	-4.79
Si	64.045	1.604	-4.611
Si	61.911	-5.617	-4.72
Si	-56.921	8.068	-4.773
Si	-57.244	2.113	-2.297
Si	67.569	5.192	18.115
Si	-59.543	-0.057	-2.103
Si	67.402	6.905	-3.584
Si	64.716	6.479	-4.34
Si	-59.107	-7.021	-6.268
Si	-57.274	7.775	-1.776
Si	-56.238	6.257	19.376
Si	67.005	-2.012	-2.677
Si	-48.05	-5.793	18.845
Si	-56.992	-0.39	18.579
Si	-61.029	-7.458	20.36
Si	-56.11	-3.129	19.283
Si	64.406	-6.98	-4.085
Si	-61.219	-2.181	-6.518
Si	-61.746	-0.201	-4.171
Si	-59.764	5.863	-1.9
Si	-60.638	6.902	-7.197
Si	-62.524	6.243	20.72
Si	62.956	5.174	-6.374
Si	-47.589	-1.258	0.041
Si	-45.241	1.355	0.075
Si	-47.24	3.827	0.167
Si	-44.629	6.235	0.175
Si	-47.882	9.512	0.201
Si	-44.612	11.688	-0.167
Si	-41.316	-2.21	0.121
Si	-39.304	0.961	0.335
Si	-42.358	4.032	-0.013
Si	-38.922	5.971	0.066
Si	-42.235	9.586	-0.043
Si	-39.185	11.86	0.445
Si	-37.211	-1.306	0.106
Si	-34.607	1.621	0.043
Si	-36.73	3.824	0.5
Si	-33.785	6.402	0.325
Si	-36.805	9.803	0.029
Si	-33.984	12.219	0.211
Si	-46.211	-0.169	1.546
Si	-43.474	2.409	1.287
Si	-46.117	5.211	1.646
Si	-43.416	7.943	1.246
Si	-46.158	10.644	1.318
Si	-43.362	-3.032	1.134
Si	-40.704	-0.413	1.576
Si	-38.17	2.478	1.697
Si	-40.717	5.118	1.364
Si	-37.962	7.934	1.158
Si	-40.759	10.549	1.516
Si	-37.989	-2.9	1.65
Si	-35.544	-0.114	1.376
Si	-32.828	2.587	1.384
Si	-35.342	5.263	1.639
Si	-32.69	7.835	1.816
Si	-35.26	10.728	1.543
Si	-32.812	-2.707	1.639
Si	-47.64	1.234	2.768
Si	-44.765	3.748	2.833
Si	-47.551	6.582	2.868
Si	-44.832	9.247	2.683
Si	-47.486	12.056	2.703
Si	-44.732	-1.636	2.634
Si	-42.161	1.055	2.723
Si	-39.544	3.856	2.927
Si	-42.069	6.586	2.672
Si	-39.364	9.15	2.725
Si	-42.158	11.993	2.754
Si	-39.374	-1.614	3.028
Si	-36.775	1.133	2.954
Si	-34.011	3.889	2.953
Si	-36.743	6.703	2.806
Si	-34.069	9.316	2.961
Si	-36.593	12.085	2.923
Si	-34.193	-1.368	2.889
Si	-48.971	-0.193	4.089
Si	-46.234	2.503	4.169
Si	-48.932	5.202	4.164
Si	-46.192	7.975	4.151
Si	-48.883	10.715	4.116
Si	-46.144	-2.919	4.065
Si	-43.519	-0.249	4.103
Si	-40.891	2.456	4.188
Si	-43.45	5.236	4.094
Si	-40.772	7.91	4.131
Si	-43.531	10.643	4.098
Si	-40.841	-2.981	4.205
Si	-38.091	-0.195	4.344
Si	-35.418	2.547	4.27
Si	-38.133	5.3	4.158
Si	-35.458	8.001	4.277
Si	-38.082	10.658	4.108
Si	-35.392	-2.815	4.304
Si	-47.561	-1.483	10.958
Si	-44.868	1.236	10.995
Si	-47.576	3.914	11.019
Si	-44.892	6.63	10.962
Si	-47.599	9.352	10.98
Si	-44.894	-4.214	10.958
Si	-42.276	-1.483	10.954
Si	-39.529	1.247	10.953
Si	-42.199	3.914	10.992
Si	-39.495	6.685	10.972
Si	-42.22	9.353	10.934
Si	-39.498	-4.197	10.926
Si	-36.829	-1.498	10.98
Si	-34.064	1.274	11.023
Si	-36.77	3.998	10.951
Si	-34.099	6.731	11.011
Si	-36.789	9.394	11.014
Si	-34.096	-4.188	11.063
Si	-46.204	-0.114	12.353
Si	-43.559	2.612	12.426
Si	-46.175	5.26	12.381
Si	-43.564	8.005	12.313
Si	-46.219	10.725	12.308
Si	-43.608	-2.817	12.371
Si	-40.978	-0.043	12.272
Si	-38.107	2.616	12.246
Si	-40.814	5.282	12.297
Si	-38.149	8.042	12.351
Si	-40.866	10.761	12.218
Si	-38.182	-2.857	12.341
Si	-35.451	-0.115	12.27
Si	-32.737	2.617	12.45
Si	-35.413	5.334	12.33
Si	-32.841	8.09	12.461
Si	-35.468	10.781	12.393
Si	-32.742	-2.839	12.449
Si	-47.445	1.281	13.773
Si	-44.823	3.997	13.889
Si	-47.525	6.609	13.711
Si	-44.878	9.384	13.704
Si	-47.52	-4.203	13.667
Si	-44.918	-1.426	13.824
Si	-42.213	1.291	13.814
Si	-39.378	3.979	13.626
Si	-42.214	6.609	13.621
Si	-39.53	9.474	13.61
Si	-42.197	-4.231	13.593
Si	-39.616	-1.41	13.509
Si	-36.741	1.284	13.585
Si	-34.129	3.989	13.772
Si	-36.736	6.692	13.675
Si	-34.155	9.517	13.871
Si	-36.847	-4.229	13.758
Si	-34.163	-1.451	13.668
Si	-48.86	-0.201	14.885
Si	-46.176	2.69	15.322
Si	-48.967	5.251	14.983
Si	-46.163	7.983	15.102
Si	-48.957	10.747	14.893
Si	-46.239	-2.866	15.188
Si	-43.585	-0.022	15.264
Si	-40.733	2.71	15.023
Si	-43.381	5.357	15.255
Si	-40.856	8.025	14.826
Si	-43.473	10.754	15.023
Si	-40.921	-2.765	14.868
Si	-38.246	-0.01	14.738
Si	-35.457	2.57	15.09
Si	-38.001	5.301	15.034
Si	-35.591	8.121	15.127
Si	-38.275	10.754	15.122
Si	-35.51	-2.777	15.051
Si	-47.974	-1.787	16.394
Si	-44.825	1.399	16.785
Si	-48.004	3.72	16.463
Si	-44.538	6.968	16.536
Si	-47.803	9.2	16.214
Si	-44.534	-3.996	16.391
Si	-42.372	-1.708	16.349
Si	-39.185	1.483	16.26
Si	-41.492	4.431	16.433
Si	-39.428	6.751	16.12
Si	-42.294	9.142	16.251
Si	-39.358	-3.773	16.22
Si	-37.173	-1.506	16.07
Si	-33.844	1.41	16.352
Si	-36.96	3.711	16.464
Si	-33.94	7.072	16.383
Si	-37.327	9.053	16.478
Si	-34.158	-3.891	16.605
Si	-39.865	6.146	-2.924
Si	-48.728	0.478	-5.474
Si	-40.834	-6.984	18.947
Si	-40.156	-1.053	-6.372
Si	-49.294	-6.487	-6.488
Si	-52.24	-6.474	-6.917
Si	-42.486	2.484	18.658
Si	-35.721	-2.729	-1.89
Si	-46.641	5.807	-2.041
Si	-48.383	8.18	-2.392
Si	-45.946	-4.574	-3.048
Si	-37.817	5.834	-5.121
Si	-46.758	-0.226	18.785
Si	-54.443	1.293	-6.536
Si	-42.665	-1.399	-5.107
Si	-28.898	-3.72	19.671
Si	-45.502	-4.541	19.271
Si	-40.137	-6.332	-5.404
Si	-46.326	2.355	-6.303
Si	-33.97	7.574	19.335
Si	-50.537	0.576	-3.083
Si	-44.304	4.385	-5.998
Si	-52.569	-1.577	-7.183
Si	-48.62	4.397	-7.018
Si	-51.239	-4.433	-2.608
Si	-42.48	-0.686	-2.157
Si	-40.721	-0.119	18.481
Si	-37.492	-5.338	-6.568
Si	-39.724	1.683	-4.817
Si	-33.798	2.073	20.713
Si	-48.62	-5.681	-3.859
Si	-51.549	0.881	-5.757
Si	-51.049	7.505	-3.126
Si	-44.206	-6.962	-4.317
Si	-41.174	2.022	-1.977
Si	-55.987	5.534	-6.269
Si	-42.15	5.436	-4.435
Si	-42.772	-6.235	-6.932
Si	-44.779	6.436	-4.168
Si	-39.291	-4.469	19.05
Si	-41.292	-7.346	-2.982
Si	-41.479	6.783	20.182
Si	-45.407	-0.762	-2.019
Si	-36.35	-5.186	18.629
Si	-47.232	-1.448	-7.14
Si	-44.601	6.646	19.545
Si	-43.627	0.865	-6.973
Si	-51.238	5.007	-1.89
Si	-35.927	3.286	19.205
Si	-45.38	-2.024	-4.717
Si	-35.869	0.289	18.298
Si	-40.298	6.94	-6.338
Si	-53.088	5.934	-5.944
Si	-50.449	5.14	-4.607
Si	-31.312	-1.602	0.237
Si	-28.588	1.011	0.37
Si	-31.559	4.293	0.375
Si	-28.172	6.279	0.124
Si	-31.708	9.162	0.243
Si	-28.335	11.717	0.306
Si	-26.351	-1.102	0.41
Si	-23.81	1.773	0.281
Si	-25.986	3.992	0.526
Si	-22.898	6.224	0.276
Si	-26.102	9.492	0.673
Si	-23.451	11.95	0.24
Si	-20.447	-1.417	0.163
Si	-18.51	1.932	0.111
Si	-20.66	4.127	0.532
Si	-17.873	7.027	0.123
Si	-20.312	9.057	0.137
Si	-18.181	12.696	0.26
Si	-30.055	-0.22	1.647
Si	-27.437	2.602	1.678
Si	-29.916	5.396	1.581
Si	-27.368	7.883	1.681
Si	-30.188	10.694	1.396
Si	-27.384	-2.849	1.59
Si	-24.764	0.083	1.633
Si	-22.102	2.701	1.67
Si	-24.539	5.333	1.731
Si	-21.871	7.979	1.525
Si	-24.654	10.818	1.848
Si	-22.043	-2.754	1.342
Si	-19.315	0.146	1.484
Si	-16.63	2.792	1.363
Si	-19.086	5.509	1.551
Si	-16.352	8.263	1.414
Si	-19.29	10.891	1.31
Si	-16.546	-2.698	1.626
Si	-31.48	1.235	2.816
Si	-28.73	3.986	3.001
Si	-31.224	6.63	3.084
Si	-28.824	9.341	2.863
Si	-31.417	12.12	2.849
Si	-28.726	-1.552	3.009
Si	-26.076	1.311	3.077
Si	-23.295	4.009	3.14
Si	-25.925	6.689	3.039
Si	-23.197	9.379	2.933
Si	-26.037	12.217	3.049
Si	-23.328	-1.389	2.807
Si	-20.683	1.33	2.932
Si	-17.802	4.111	2.888
Si	-20.481	6.774	2.951
Si	-17.817	9.604	2.713
Si	-20.643	12.218	2.744
Si	-17.882	-1.212	2.845
Si	-32.793	-0.076	4.25
Si	-30.121	2.587	4.249
Si	-32.665	5.249	4.314
Si	-30.013	8.074	4.409
Si	-32.726	10.747	4.251
Si	-30.096	-2.901	4.302
Si	-27.388	-0.134	4.344
Si	-24.681	2.639	4.414
Si	-27.314	5.314	4.342
Si	-24.59	8.096	4.328
Si	-27.427	10.743	4.239
Si	-24.628	-2.723	4.278
Si	-21.967	-0.097	4.251
Si	-19.221	2.721	4.192
Si	-21.853	5.413	4.326
Si	-19.12	8.225	4.173
Si	-21.882	10.841	4.209
Si	-19.24	-2.709	4.101
Si	-31.391	-1.464	11.097
Si	-28.674	1.247	11.054
Si	-31.406	3.956	11.052
Si	-28.727	6.723	11.07
Si	-31.432	9.444	11.122
Si	-28.732	-4.108	11.052
Si	-26.036	-1.48	11.022
Si	-23.246	1.319	10.976
Si	-25.997	3.973	11.031
Si	-23.203	6.718	10.96
Si	-25.972	9.432	10.954
Si	-23.245	-4.143	10.983
Si	-20.485	-1.411	10.976
Si	-17.738	1.345	10.916
Si	-20.513	4.063	10.933
Si	-17.813	6.799	10.951
Si	-20.55	9.425	10.937
Si	-17.765	-4.113	10.919
Si	-30.017	-0.094	12.423
Si	-27.351	2.616	12.428
Si	-30.067	5.316	12.404
Si	-27.341	8.135	12.339
Si	-30.099	10.903	12.428
Si	-27.411	-2.781	12.468
Si	-24.651	-0.069	12.247
Si	-21.854	2.703	12.294
Si	-24.569	5.337	12.27
Si	-21.882	8.063	12.356
Si	-24.644	10.801	12.283
Si	-21.84	-2.806	12.318
Si	-19.097	-0.011	12.266
Si	-16.407	2.705	12.304
Si	-19.227	5.464	12.305
Si	-16.464	8.159	12.31
Si	-19.16	10.791	12.206
Si	-16.366	-2.73	12.227
Si	-31.336	1.259	13.789
Si	-28.71	3.982	13.807
Si	-31.501	6.633	13.717
Si	-28.657	9.589	13.681
Si	-31.428	-4.124	13.945
Si	-28.765	-1.404	13.909
Si	-25.965	1.203	13.704
Si	-23.263	3.985	13.679
Si	-25.937	6.706	13.549
Si	-23.301	9.452	13.613
Si	-26.024	-4.242	13.677
Si	-23.267	-1.392	13.537
Si	-20.441	1.371	13.606
Si	-17.861	4.09	13.585
Si	-20.602	6.702	13.824
Si	-17.944	9.453	13.682
Si	-20.456	-4.234	13.624
Si	-17.698	-1.366	13.575
Si	-32.781	-0.126	14.995
Si	-30.087	2.65	15.255
Si	-32.839	5.322	15.218
Si	-30.085	8.141	14.764
Si	-32.809	10.855	15.357
Si	-30.163	-2.689	15.392
Si	-27.312	-0.041	15.194
Si	-24.516	2.492	14.997
Si	-27.17	5.357	14.969
Si	-24.721	8.12	14.914
Si	-27.385	10.898	15.24
Si	-24.616	-2.816	14.808
Si	-21.856	-0.031	14.815
Si	-19.184	2.788	15.037
Si	-22.09	5.352	15.178
Si	-19.261	8.1	15.21
Si	-21.882	10.713	14.963
Si	-19.007	-2.814	14.85
Si	-31.966	-1.596	16.616
Si	-28.386	1.618	16.529
Si	-31.724	3.754	16.595
Si	-28.561	6.919	15.943
Si	-31.469	9.148	16.348
Si	-28.451	-3.759	16.603
Si	-26.066	-1.725	16.232
Si	-22.911	1.365	16.349
Si	-25.996	3.737	16.246
Si	-23.365	6.991	16.426
Si	-26.343	9.094	16.321
Si	-22.974	-3.884	16.044
Si	-20.66	-1.647	15.913
Si	-17.495	1.624	16.164
Si	-20.885	3.781	16.43
Si	-17.518	6.97	16.334
Si	-21.014	9.132	16.493
Si	-17.931	-4.189	16.436
Si	-24.775	3.671	-4.087
Si	-31.392	2.58	-6.65
Si	-20.032	-5.261	18.439
Si	-28.71	1.835	-5.647
Si	-36.574	0.998	-4.624
Si	-27.448	5.68	19.701
Si	-25.511	3.419	19.131
Si	-22.41	-0.208	-1.798
Si	-29.675	8.088	-1.944
Si	-31.598	-3.725	-1.714
Si	-24.596	-2.431	-1.756
Si	-21.14	1.863	-7.217
Si	-32.152	-0.147	19.399
Si	-27.818	1.479	19.437
Si	-28.786	-3.894	-5.123
Si	-29.08	7.168	-6.794
Si	-31.109	-7.825	19.196
Si	-26.23	-4.959	-6.669
Si	-29.769	2.837	-1.773
Si	-17.727	6.121	19.408
Si	-34.355	-0.059	-2.616
Si	-27.683	3.907	-3.676
Si	-37.425	-0.773	-6.918
Si	-31.626	-7.21	-6.824
Si	-33.848	-2.682	-6.512
Si	-25.782	-1.255	-4.043
Si	-25.908	-0.317	20.739
Si	-22.327	-6.43	-1.766
Si	-24.313	-2.591	-6.233
Si	-20.358	4.547	19.448
Si	-31.19	-4.274	-6.808
Si	-35.662	3.591	-5.958
Si	-33.66	-6.795	-4.44
Si	-26.142	-8.043	-6.382
Si	-23.751	1.019	-3.979
Si	-30.116	5.625	18.378
Si	-24.002	2.417	-6.576
Si	-25.871	6.338	-3.871
Si	-31.467	3.732	-3.759
Si	-30.651	6.333	-4.323
Si	-24.567	7.934	-1.66
Si	-25.506	7.556	18.566
Si	-29.155	-5.217	-2.424
Si	-16.85	-2.343	18.742
Si	-23.911	-0.79	18.381
Si	-35.338	-4.302	-4.518
Si	-22.551	-3.476	18.772
Si	-34.251	-7.513	-1.439
Si	-19.046	-0.226	18.191
Si	-31.668	-1.015	-2.625
Si	-28.879	-0.943	-4.127
Si	-19.517	1.67	20.311
Si	-35.359	7.337	-5.405
Si	-33.503	5.293	-4.598
Si	-15.289	-1.446	0.149
Si	-12.74	1.576	0.191
Si	-14.925	3.928	0.19
Si	-12.558	7.168	0.127
Si	-14.686	9.455	0.195
Si	-11.918	12.141	0.192
Si	-9.324	-1.535	0.097
Si	-7.224	1.853	0.019
Si	-9.661	3.843	-0.07
Si	-6.703	6.753	0.145
Si	-9.856	9.811	-0.051
Si	-7.008	12.662	-0.099
Si	-3.97	-1.37	-0.06
Si	-1.28	1.589	-0.336
Si	-4.533	4.523	-0.16
Si	-1.75	7.325	-0.151
Si	-4.048	-6.836	0.279
Si	-1.745	-3.61	0.122
Si	-13.806	-0.092	1.411
Si	-11.04	2.679	1.404
Si	-13.73	5.547	1.405
Si	-10.971	8.303	1.396
Si	-13.587	11.028	1.476
Si	-10.802	-2.67	1.525
Si	-8.235	0.144	1.31
Si	-5.606	2.973	1.283
Si	-8.395	5.497	1.212
Si	-5.515	8.209	1.535
Si	-8.168	10.975	1.184
Si	-5.493	-2.534	1.31
Si	-2.726	0.281	1.111
Si	0.192	2.902	1.037
Si	-2.766	5.546	1.065
Si	-0.16	8.17	1.429
Si	-2.792	-5.253	1.434
Si	0.004	-2.501	1.269
Si	-15.215	1.351	2.698
Si	-12.346	4.154	2.719
Si	-15.073	6.863	2.808
Si	-12.283	9.626	2.831
Si	-15.076	12.259	2.825
Si	-12.326	-1.342	2.749
Si	-9.639	1.375	2.738
Si	-6.974	4.245	2.677
Si	-9.628	6.876	2.672
Si	-6.906	9.649	2.698
Si	-9.44	12.259	2.771
Si	-6.828	-1.178	2.672
Si	-4.143	1.553	2.522
Si	-1.309	4.191	2.414
Si	-4.044	6.823	2.68
Si	-1.401	-6.649	2.741
Si	-4.184	-3.907	2.722
Si	-1.373	-1.098	2.575
Si	-16.477	0.061	4.195
Si	-13.763	2.751	4.018
Si	-16.416	5.483	4.181
Si	-13.683	8.223	4.136
Si	-16.45	10.89	4.141
Si	-13.692	-2.682	4.125
Si	-10.989	0.034	4.1
Si	-8.259	2.8	4.03
Si	-10.976	5.514	4.067
Si	-8.253	8.244	4.031
Si	-10.881	10.959	4.138
Si	-8.139	-2.6	4.058
Si	-5.434	0.176	3.975
Si	-2.707	2.871	3.857
Si	-5.5	5.529	4.012
Si	-2.738	-8.076	4.035
Si	-5.516	-5.32	4.049
Si	-2.727	-2.519	3.96
Si	-15.02	-1.358	10.866
Si	-12.298	1.367	10.843
Si	-15.069	4.048	10.879
Si	-12.309	6.801	10.797
Si	-15.106	9.524	10.899
Si	-12.313	-4.029	10.855
Si	-9.579	-1.31	10.8
Si	-6.814	1.429	10.78
Si	-9.584	4.102	10.801
Si	-6.785	6.901	10.744
Si	-9.544	9.579	10.756
Si	-6.761	-3.982	10.74
Si	-4.081	-1.26	10.78
Si	-1.36	1.49	10.773
Si	-4.084	4.175	10.754
Si	-1.389	6.907	10.755
Si	-4.072	-6.714	10.76
Si	-1.336	-3.944	10.756
Si	-13.648	-0.001	12.215
Si	-10.94	2.723	12.196
Si	-13.675	5.423	12.144
Si	-10.93	8.204	12.07
Si	-13.734	10.93	12.174
Si	-10.934	-2.66	12.204
Si	-8.18	0.041	12.113
Si	-5.425	2.797	12.111
Si	-8.181	5.528	12.027
Si	-5.429	8.248	12.143
Si	-8.108	10.939	12.032
Si	-5.415	-2.65	12.149
Si	-2.718	0.129	12.106
Si	-0.045	2.853	12.177
Si	-2.745	5.542	12.12
Si	-0.049	8.265	12.134
Si	-2.69	-5.328	12.07
Si	0.003	-2.603	12.17
Si	-14.96	1.351	13.623
Si	-12.327	4.107	13.529
Si	-15.035	6.73	13.524
Si	-12.343	9.528	13.391
Si	-15.093	-4.11	13.638
Si	-12.367	-1.38	13.635
Si	-9.554	1.323	13.509
Si	-6.848	4.168	13.367
Si	-9.493	6.908	13.38
Si	-6.765	9.666	13.471
Si	-9.438	-4.053	13.383
Si	-6.828	-1.315	13.479
Si	-4.052	1.458	13.503
Si	-1.445	4.197	13.545
Si	-4.087	6.87	13.517
Si	-1.382	9.667	13.485
Si	-3.975	-3.989	13.477
Si	-1.345	-1.179	13.481
Si	-16.352	-0.023	14.956
Si	-13.643	2.77	15.007
Si	-16.471	5.424	14.884
Si	-13.649	8.139	14.776
Si	-16.564	10.865	14.94
Si	-13.742	-2.799	15.062
Si	-10.909	-0.043	14.931
Si	-8.158	2.787	14.713
Si	-10.849	5.53	14.677
Si	-8.194	8.319	14.758
Si	-10.889	10.907	14.575
Si	-8.129	-2.75	14.849
Si	-5.418	0.04	14.781
Si	-2.767	2.831	14.966
Si	-5.55	5.487	14.789
Si	-2.73	8.3	14.844
Si	-5.326	-5.336	14.845
Si	-2.623	-2.592	14.833
Si	-14.997	-1.293	16.443
Si	-11.904	1.692	16.182
Si	-15.347	3.902	16.229
Si	-11.935	7.087	15.98
Si	-15.339	9.217	15.976
Si	-12	-4.051	16.052
Si	-9.811	-1.77	16.138
Si	-6.652	1.578	15.999
Si	-9.69	4.006	15.982
Si	-6.686	7.119	16.033
Si	-9.821	9.451	16.015
Si	-6.385	-3.735	16.14
Si	-4.205	-1.449	16.128
Si	-1.093	1.726	16.226
Si	-4.533	3.884	16.14
Si	-1.209	7.148	16.162
Si	-4.335	9.329	16.216
Si	-0.925	-3.661	16.072
Si	-11.615	5.315	-2.161
Si	-5.324	2.035	20.492
Si	-7.797	-5.98	-6.746
Si	-10.547	0.724	-6.809
Si	-21.428	-2.735	-5.302
Si	-16.64	7.085	-2.742
Si	-9.637	3.773	18.863
Si	-5.231	0.544	-2.126
Si	-15.684	-6.435	-2.549
Si	-17.918	-5.459	-6.63
Si	-9.8	-0.425	-2.689
Si	1.075	2.147	20.717
Si	-11.448	-2.092	19.757
Si	-12.964	0.035	18.21
Si	-16.675	-3.103	-5.096
Si	0.434	7.156	20.356
Si	-13.41	-6.079	18.06
Si	-4.195	-7.56	19.192
Si	-14.758	4.665	-2.789
Si	-2.175	6.484	19.026
Si	-17.138	-0.164	-4.46
Si	-15.017	1.766	-3.626
Si	-12.958	-4.549	20.347
Si	-15.629	6.274	-7.033
Si	-18.655	-7.533	-4.587
Si	-9.153	-1.386	-5.214
Si	-7.838	1.306	18.803
Si	-5.737	-5.523	-2.105
Si	-1.15	-3.142	18.851
Si	-13.012	5.159	-6.465
Si	-14.138	-4.5	-4.405
Si	-19.891	-0.241	-5.58
Si	-20.489	-5.181	-3.546
Si	-8.182	7.897	-5.118
Si	-7.488	0.735	-4.017
Si	-12.693	7.296	18.779
Si	-8.684	2.932	-5.661
Si	-10.287	5.659	-4.968
Si	-18.558	6.832	-6.657
Si	-12.329	-4.7	-6.844
Si	-7.951	-7.699	-2.126
Si	-7.021	7.604	18.896
Si	-13.395	-2.56	-2.031
Si	-9.642	-3.649	-6.9
Si	-8.619	-1.462	19.017
Si	-8.907	-6.232	18.932
Si	-7.059	-4.001	19.08
Si	-17.835	-4.476	-2.506
Si	-2.224	-0.361	18.296
Si	-16.787	0.451	-1.688
Si	-12.516	0.397	-2.76
Si	-4.24	4.342	19.174
Si	-12.375	3.801	20.275
Si	-14.819	5.337	19.029
Si	1.39	-1.236	5.293
Si	4.1	1.43	5.43
Si	1.413	4.172	5.335
Si	4.149	6.892	5.372
Si	1.417	-6.696	5.346
Si	4.072	-3.98	5.399
Si	6.825	-1.235	5.543
Si	9.556	1.506	5.63
Si	6.86	4.184	5.551
Si	9.565	6.923	5.647
Si	6.836	9.609	5.518
Si	9.55	-4.021	5.638
Si	12.296	-1.199	5.746
Si	15.004	1.485	5.657
Si	12.292	4.223	5.653
Si	14.998	6.955	5.649
Si	12.274	-6.627	5.676
Si	15.023	-3.914	5.638
Si	17.657	-1.197	5.575
Si	20.379	1.493	5.438
Si	17.693	4.225	5.6
Si	20.388	6.959	5.461
Si	17.704	-6.662	5.587
Si	20.412	-3.91	5.518
Si	23.102	-1.23	5.354
Si	25.846	1.487	5.334
Si	23.044	4.222	5.428
Si	25.8	6.948	5.343
Si	23.073	-6.659	5.417
Si	25.789	-3.942	5.29
Si	28.56	-1.207	5.225
Si	31.295	1.547	5.07
Si	28.523	4.212	5.18
Si	31.257	6.967	5.15
Si	28.501	-6.627	5.285
Si	31.337	-3.883	5.109
Si	34.025	-1.155	4.938
Si	36.7	1.563	4.861
Si	34.027	4.282	4.979
Si	36.732	7.017	4.863
Si	33.997	-6.626	5.019
Si	36.738	-3.881	4.947
Si	39.413	-1.15	4.909
Si	42.139	1.534	4.982
Si	39.361	4.296	4.925
Si	42.142	6.979	4.983
Si	39.435	-6.627	4.86
Si	42.159	-3.96	4.874
Si	44.924	-1.313	4.938
Si	47.633	1.368	5.057
Si	44.845	4.197	5.018
Si	47.65	6.86	5.022
Si	44.911	-6.684	5.023
Si	47.634	-4.024	4.926
Si	50.373	-1.402	5.008
Si	53.101	1.244	5.06
Si	50.379	4.057	5.104
Si	53.106	6.717	5.085
Si	50.329	9.499	4.994
Si	53.091	-4.172	5.043
Si	55.87	-1.478	5.123
Si	58.614	1.176	5.211
Si	55.849	3.948	5.147
Si	58.51	6.622	5.269
Si	55.797	9.418	5.097
Si	58.534	-4.215	5.158
Si	61.25	-1.551	5.269
Si	63.998	1.173	5.415
Si	61.286	3.857	5.296
Si	63.987	6.606	5.455
Si	61.232	9.367	5.4
Si	63.976	-4.241	5.469
Si	66.752	-1.521	5.509
Si	-61.077	1.222	5.471
Si	66.736	3.904	5.487
Si	-61.118	6.608	5.536
Si	66.697	9.309	5.516
Si	-61.074	-4.261	5.552
Si	-58.396	-1.539	5.53
Si	-55.672	1.145	5.47
Si	-58.416	3.873	5.467
Si	-55.782	6.596	5.535
Si	-58.415	9.317	5.557
Si	-55.681	-4.248	5.553
Si	-52.984	-1.544	5.461
Si	-50.303	1.127	5.517
Si	-53.005	3.815	5.538
Si	-50.263	6.577	5.562
Si	-53.017	9.363	5.584
Si	-50.281	-4.254	5.466
Si	-47.565	-1.556	5.42
Si	-44.893	1.11	5.483
Si	-47.562	3.884	5.534
Si	-44.836	6.589	5.475
Si	-47.558	9.346	5.503
Si	-44.869	-4.295	5.48
Si	-42.179	-1.564	5.514
Si	-39.499	1.189	5.588
Si	-42.188	3.879	5.529
Si	-39.474	6.608	5.559
Si	-42.154	9.306	5.465
Si	-39.462	-4.334	5.516
Si	-36.766	-1.539	5.689
Si	-34.093	1.238	5.673
Si	-36.79	3.947	5.551
Si	-34.069	6.644	5.593
Si	-36.796	9.376	5.59
Si	-34.047	-4.196	5.619
Si	-31.445	-1.48	5.593
Si	-28.753	1.254	5.629
Si	-31.373	3.923	5.703
Si	-28.64	6.701	5.699
Si	-31.412	9.425	5.678
Si	-28.727	-4.225	5.653
Si	-25.98	-1.431	5.676
Si	-23.276	1.257	5.655
Si	-26.01	3.991	5.741
Si	-23.235	6.751	5.662
Si	-26.007	9.451	5.615
Si	-23.261	-4.13	5.576
Si	-20.564	-1.427	5.567
Si	-17.84	1.384	5.55
Si	-20.514	4.038	5.627
Si	-17.783	6.834	5.52
Si	-20.49	9.534	5.558
Si	-17.821	-4.045	5.463
Si	-15.071	-1.327	5.473
Si	-12.37	1.416	5.402
Si	-15.057	4.091	5.476
Si	-12.327	6.844	5.466
Si	-15.074	9.543	5.494
Si	-12.299	-4.026	5.462
Si	-9.573	-1.305	5.409
Si	-6.835	1.473	5.357
Si	-9.607	4.148	5.404
Si	-6.842	6.905	5.364
Si	-9.576	9.56	5.466
Si	-6.819	-3.96	5.434
Si	-4.086	-1.196	5.346
Si	-1.371	1.529	5.304
Si	-4.096	4.158	5.299
Si	-1.315	6.875	5.311
Si	-4.121	-6.704	5.358
Si	-1.37	-3.919	5.33
Si	2.717	0.078	6.742
Si	5.445	2.808	6.824
Si	2.751	5.548	6.717
Si	5.455	8.238	6.821
Si	2.724	-5.329	6.754
Si	5.44	-2.633	6.815
Si	8.194	0.11	6.93
Si	10.912	2.874	6.999
Si	8.201	5.535	6.942
Si	10.915	-8.013	6.999
Si	8.17	-5.368	6.942
Si	10.911	-2.618	7.002
Si	13.664	0.158	7.06
Si	16.347	2.879	6.984
Si	13.646	5.589	7.008
Si	16.366	-8.003	6.988
Si	13.64	-5.254	7
Si	16.362	-2.557	6.994
Si	19.057	0.164	6.87
Si	21.724	2.863	6.806
Si	19.08	5.602	6.894
Si	21.75	-8.005	6.819
Si	19.067	-5.271	6.907
Si	21.804	-2.557	6.821
Si	24.484	0.13	6.697
Si	27.215	2.883	6.625
Si	24.458	5.59	6.719
Si	27.193	-8.009	6.656
Si	24.477	-5.286	6.712
Si	27.202	-2.57	6.598
Si	29.968	0.181	6.486
Si	32.682	2.92	6.38
Si	29.928	5.579	6.504
Si	32.674	-7.983	6.437
Si	29.958	-5.236	6.498
Si	32.726	-2.517	6.395
Si	35.406	0.185	6.282
Si	38.062	2.888	6.282
Si	35.431	5.634	6.297
Si	38.124	-8.003	6.269
Si	35.403	-5.265	6.329
Si	38.121	-2.549	6.306
Si	40.798	0.146	6.319
Si	43.51	2.838	6.389
Si	40.801	5.576	6.311
Si	43.545	-8.053	6.37
Si	40.827	-5.324	6.269
Si	43.541	-2.657	6.299
Si	46.25	0.013	6.38
Si	48.976	2.718	6.439
Si	46.253	5.512	6.382
Si	48.988	8.175	6.421
Si	46.285	-5.354	6.361
Si	48.988	-2.741	6.366
Si	51.714	-0.077	6.42
Si	54.437	2.602	6.465
Si	51.736	5.39	6.47
Si	54.428	8.068	6.476
Si	51.694	-5.51	6.396
Si	54.459	-2.845	6.44
Si	57.187	-0.139	6.538
Si	59.905	2.53	6.64
Si	57.129	5.286	6.591
Si	59.849	7.971	6.67
Si	57.15	-5.577	6.505
Si	59.867	-2.898	6.606
Si	62.597	-0.204	6.688
Si	65.334	2.54	6.796
Si	62.591	5.221	6.728
Si	65.321	7.958	6.851
Si	62.603	-5.621	6.772
Si	65.357	-2.895	6.816
Si	-62.466	-0.134	6.83
Si	-59.757	2.547	6.88
Si	-62.495	5.256	6.874
Si	-59.782	7.969	6.915
Si	-62.48	-5.641	6.853
Si	-59.745	-2.897	6.906
Si	-57.042	-0.178	6.872
Si	-54.364	2.488	6.906
Si	-57.113	5.238	6.894
Si	-54.392	7.964	6.891
Si	-57.049	-5.628	6.893
Si	-54.327	-2.882	6.89
Si	-51.662	-0.205	6.884
Si	-48.948	2.523	6.866
Si	-51.661	5.23	6.883
Si	-48.916	7.976	6.883
Si	-51.636	-5.589	6.891
Si	-48.93	-2.891	6.83
Si	-46.261	-0.206	6.846
Si	-43.577	2.526	6.856
Si	-46.212	5.267	6.871
Si	-43.522	7.973	6.852
Si	-46.233	-5.611	6.874
Si	-43.547	-2.91	6.859
Si	-40.863	-0.183	6.897
Si	-38.148	2.589	6.919
Si	-40.838	5.245	6.889
Si	-38.155	8.008	6.912
Si	-40.841	-5.647	6.874
Si	-38.168	-2.933	6.933
Si	-35.434	-0.141	7.013
Si	-32.741	2.586	7.032
Si	-35.439	5.298	6.932
Si	-32.765	8.031	6.982
Si	-35.436	-5.567	6.931
Si	-32.742	-2.834	7.001
Si	-30.087	-0.122	6.959
Si	-27.393	2.607	7.019
Si	-30.025	5.335	7.018
Si	-27.31	8.086	7.033
Si	-30.065	-5.548	7.036
Si	-27.352	-2.832	6.968
Si	-24.626	-0.078	7.02
Si	-21.885	2.649	6.953
Si	-24.609	5.381	7.001
Si	-21.852	8.156	6.921
Si	-24.638	-5.487	6.93
Si	-21.902	-2.783	6.948
Si	-19.18	-0.028	6.884
Si	-16.434	2.747	6.853
Si	-19.128	5.444	6.885
Si	-16.417	8.175	6.868
Si	-19.139	-5.413	6.878
Si	-16.433	-2.703	6.821
Si	-13.694	0.044	6.791
Si	-10.976	2.771	6.747
Si	-13.694	5.463	6.816
Si	-10.958	8.205	6.812
Si	-13.683	-5.4	6.802
Si	-10.931	-2.653	6.786
Si	-8.194	0.087	6.716
Si	-5.449	2.815	6.703
Si	-8.203	5.514	6.716
Si	-5.475	-8.061	6.717
Si	-8.197	-5.351	6.757
Si	-5.427	-2.588	6.728
Si	-2.712	0.155	6.687
Si	0.021	2.834	6.687
Si	-2.728	5.533	6.644
Si	0.032	-8.068	6.679
Si	-2.723	-5.319	6.67
Si	0.019	-2.58	6.683
Si	1.359	1.462	8.068
Si	4.078	4.199	8.133
Si	1.379	6.912	8.065
Si	4.092	9.647	8.128
Si	1.356	-3.953	8.075
Si	4.075	-1.256	8.134
Si	6.818	1.489	8.228
Si	9.555	4.233	8.34
Si	6.81	6.91	8.231
Si	9.544	-6.664	8.341
Si	6.818	-3.949	8.225
Si	9.557	-1.221	8.32
Si	12.278	1.519	8.372
Si	15.001	4.23	8.363
Si	12.284	-9.359	8.352
Si	14.996	-6.627	8.337
Si	12.291	-3.926	8.386
Si	15.014	-1.216	8.385
Si	17.727	1.501	8.292
Si	20.428	4.22	8.227
Si	17.741	-9.373	8.307
Si	20.442	-6.641	8.233
Si	17.733	-3.926	8.315
Si	20.435	-1.202	8.191
Si	23.15	1.503	8.09
Si	25.864	4.233	8.017
Si	23.145	-9.373	8.126
Si	25.868	-6.645	8.032
Si	23.176	-3.937	8.136
Si	25.875	-1.226	8.02
Si	28.627	1.508	7.903
Si	31.347	4.239	7.805
Si	28.612	-9.378	7.917
Si	31.335	-6.62	7.815
Si	28.612	-3.92	7.902
Si	31.351	-1.195	7.785
Si	34.067	1.525	7.681
Si	36.771	4.259	7.68
Si	34.087	-9.37	7.722
Si	36.781	-6.656	7.661
Si	34.079	-3.909	7.723
Si	36.767	-1.179	7.659
Si	39.454	1.533	7.668
Si	42.159	4.224	7.727
Si	39.486	-9.37	7.676
Si	42.183	-6.681	7.699
Si	39.495	-3.952	7.648
Si	42.185	-1.256	7.655
Si	44.894	1.431	7.72
Si	47.592	4.111	7.767
Si	44.887	-9.449	7.75
Si	47.593	9.543	7.752
Si	44.89	-4.025	7.709
Si	47.612	-1.369	7.732
Si	50.341	1.316	7.77
Si	53.066	3.988	7.821
Si	50.332	6.771	7.79
Si	53.013	9.417	7.799
Si	50.314	-4.148	7.741
Si	53.065	-1.466	7.771
Si	55.797	1.246	7.849
Si	58.504	3.929	7.943
Si	55.742	6.676	7.883
Si	58.458	9.367	7.943
Si	55.772	-4.225	7.849
Si	58.5	-1.515	7.934
Si	61.243	1.181	8.024
Si	63.94	3.895	8.127
Si	61.207	6.611	8.048
Si	63.932	9.33	8.157
Si	61.21	-4.238	8.035
Si	63.951	-1.527	8.094
Si	66.69	1.192	8.164
Si	-61.145	3.9	8.235
Si	66.685	6.607	8.218
Si	-61.145	9.337	8.255
Si	66.695	-4.285	8.176
Si	-61.149	-1.527	8.203
Si	-58.416	1.171	8.241
Si	-55.732	3.888	8.245
Si	-58.434	6.607	8.28
Si	-55.726	9.329	8.272
Si	-58.408	-4.277	8.258
Si	-55.718	-1.545	8.253
Si	-53.005	1.15	8.274
Si	-50.289	3.899	8.241
Si	-53.016	6.607	8.241
Si	-50.299	9.333	8.238
Si	-52.999	-4.253	8.27
Si	-50.289	-1.552	8.236
Si	-47.582	1.18	8.228
Si	-44.897	3.895	8.249
Si	-47.568	6.622	8.243
Si	-44.885	9.341	8.226
Si	-47.602	-4.249	8.227
Si	-44.908	-1.541	8.212
Si	-42.216	1.197	8.228
Si	-39.494	3.941	8.278
Si	-42.192	6.616	8.234
Si	-39.501	9.356	8.269
Si	-42.189	-4.252	8.222
Si	-39.521	-1.529	8.255
Si	-36.809	1.238	8.31
Si	-34.09	3.982	8.327
Si	-36.791	6.675	8.263
Si	-34.105	9.41	8.319
Si	-36.784	-4.234	8.301
Si	-34.085	-1.485	8.364
Si	-31.388	1.223	8.36
Si	-28.703	3.981	8.39
Si	-31.394	6.704	8.349
Si	-28.705	9.427	8.379
Si	-31.406	-4.179	8.375
Si	-28.714	-1.458	8.303
Si	-25.999	1.267	8.345
Si	-23.249	4.007	8.301
Si	-25.962	6.715	8.365
Si	-23.254	9.477	8.26
Si	-25.99	-4.163	8.322
Si	-23.252	-1.437	8.332
Si	-20.509	1.307	8.291
Si	-17.778	4.089	8.234
Si	-20.497	6.777	8.239
Si	-17.791	9.526	8.211
Si	-20.515	-4.125	8.279
Si	-17.788	-1.376	8.213
Si	-15.06	1.366	8.168
Si	-12.332	4.091	8.141
Si	-15.063	6.8	8.201
Si	-12.333	9.56	8.166
Si	-15.049	-4.057	8.165
Si	-12.306	-1.302	8.128
Si	-9.572	1.424	8.081
Si	-6.826	4.163	8.065
Si	-9.564	6.834	8.108
Si	-6.817	-6.704	8.081
Si	-9.569	-4.017	8.123
Si	-6.828	-1.263	8.077
Si	-4.09	1.464	8.067
Si	-1.374	4.191	8.015
Si	-4.083	-9.435	8.023
Si	-1.356	-6.694	8.02
Si	-4.057	-3.967	8.055
Si	-1.348	-1.218	8.04
Si	-0.001	0.119	9.432
Si	2.706	2.821	9.448
Si	-0.038	5.558	9.375
Si	2.714	8.281	9.45
Si	-0.009	-5.331	9.4
Si	2.709	-2.606	9.471
Si	5.444	0.092	9.514
Si	8.171	2.844	9.625
Si	5.438	5.53	9.543
Si	8.16	8.267	9.62
Si	5.438	11.001	9.527
Si	8.193	-2.605	9.626
Si	10.916	0.139	9.712
Si	13.646	2.868	9.73
Si	10.913	5.606	9.696
Si	13.631	-7.976	9.707
Si	10.91	-5.291	9.711
Si	13.652	-2.558	9.75
Si	16.387	0.157	9.701
Si	19.093	2.865	9.623
Si	16.373	5.606	9.688
Si	19.105	-7.985	9.638
Si	16.343	-5.257	9.691
Si	19.114	-2.542	9.615
Si	21.818	0.167	9.502
Si	24.536	2.873	9.411
Si	21.82	5.593	9.528
Si	24.54	-7.998	9.427
Si	21.853	-5.286	9.546
Si	24.565	-2.579	9.452
Si	27.28	0.159	9.306
Si	30.013	2.886	9.196
Si	27.261	5.613	9.311
Si	30.002	-7.986	9.208
Si	27.298	-5.285	9.307
Si	30.008	-2.544	9.184
Si	32.738	0.172	9.084
Si	35.439	2.872	9.029
Si	32.751	5.593	9.118
Si	35.479	-8.035	9.073
Si	32.744	-5.267	9.118
Si	35.45	-2.551	9.049
Si	38.136	0.15	9.04
Si	40.812	2.863	9.082
Si	38.173	5.571	9.058
Si	40.875	-8.071	9.078
Si	38.163	-5.329	9.026
Si	40.863	-2.633	9.04
Si	43.527	0.08	9.068
Si	46.234	2.766	9.146
Si	43.541	5.524	9.143
Si	46.239	-8.128	9.149
Si	43.565	-5.389	9.105
Si	46.256	-2.722	9.104
Si	48.948	-0.014	9.121
Si	51.673	2.661	9.168
Si	48.95	5.44	9.16
Si	51.66	8.083	9.212
Si	48.96	10.835	9.147
Si	51.67	-2.813	9.11
Si	54.408	-0.119	9.162
Si	57.112	2.598	9.27
Si	54.371	5.331	9.242
Si	57.1	7.982	9.281
Si	54.381	10.73	9.178
Si	57.12	-2.887	9.249
Si	59.851	-0.169	9.328
Si	62.546	2.54	9.447
Si	59.818	5.263	9.377
Si	62.539	7.955	9.461
Si	59.837	10.685	9.332
Si	62.577	-2.895	9.412
Si	65.296	-0.175	9.471
Si	68.016	2.541	9.555
Si	65.274	5.246	9.523
Si	68.034	7.973	9.588
Si	65.309	10.681	9.513
Si	68.049	-2.92	9.531
Si	-59.809	-0.188	9.587
Si	-57.088	2.539	9.62
Si	-59.804	5.258	9.621
Si	-57.081	7.982	9.651
Si	-59.767	10.684	9.618
Si	-57.081	-2.908	9.624
Si	-54.386	-0.188	9.633
Si	-51.663	2.573	9.602
Si	-54.389	5.275	9.609
Si	-51.665	7.976	9.614
Si	-54.377	10.697	9.629
Si	-51.648	-2.897	9.628
Si	-48.942	-0.161	9.588
Si	-46.253	2.551	9.624
Si	-48.92	5.256	9.61
Si	-46.243	7.992	9.609
Si	-48.95	10.698	9.598
Si	-46.251	-2.877	9.588
Si	-43.589	-0.14	9.575
Si	-40.875	2.574	9.588
Si	-43.54	5.263	9.608
Si	-40.86	7.994	9.595
Si	-43.553	10.729	9.585
Si	-40.89	-2.854	9.609
Si	-38.187	-0.149	9.619
Si	-35.43	2.604	9.648
Si	-38.146	5.332	9.612
Si	-35.465	8.041	9.639
Si	-38.144	10.721	9.626
Si	-35.45	-2.862	9.673
Si	-32.729	-0.124	9.717
Si	-30.052	2.594	9.716
Si	-32.738	5.339	9.696
Si	-30.082	8.084	9.734
Si	-32.765	10.762	9.706
Si	-30.062	-2.781	9.686
Si	-27.36	-0.11	9.668
Si	-24.63	2.658	9.647
Si	-27.347	5.368	9.717
Si	-24.574	8.094	9.637
Si	-27.362	10.829	9.696
Si	-24.635	-2.799	9.666
Si	-21.873	-0.055	9.648
Si	-19.126	2.708	9.593
Si	-21.859	5.398	9.574
Si	-19.145	8.143	9.57
Si	-21.897	10.821	9.616
Si	-19.134	-2.743	9.59
Si	-16.403	-0.005	9.533
Si	-13.69	2.72	9.51
Si	-16.433	5.449	9.583
Si	-13.708	8.191	9.525
Si	-16.415	10.892	9.525
Si	-13.661	-2.679	9.482
Si	-10.926	0.059	9.452
Si	-8.193	2.785	9.426
Si	-10.941	5.455	9.446
Si	-8.181	8.23	9.406
Si	-10.948	10.948	9.473
Si	-8.187	-2.639	9.437
Si	-5.45	0.088	9.419
Si	-2.715	2.834	9.397
Si	-5.44	5.53	9.391
Si	-2.728	-8.061	9.375
Si	-5.416	-5.345	9.397
Si	-2.704	-2.589	9.403
O	14.681	1.242	17.715
O	0.193	-3.579	19.659
O	7.996	1.743	20.401
O	4.47	-2.88	20.569
O	1.578	4.76	17.703
O	9.234	4.671	-4.041
O	8.216	4.225	-1.4
O	6.402	6.909	18.886
O	-2.312	7.731	-6.84
O	6.783	-6.572	17.716
O	-2.203	7.132	-4.279
O	10.416	0.831	20.247
O	3.177	-0.074	19.833
O	6.99	-1.095	17.625
O	2.321	7.886	-0.193
O	10.997	2.98	16.952
O	11.099	-7.438	-2.047
O	6.867	5.145	16.982
O	8.833	6.644	17.767
O	10.782	-7.982	16.934
O	2.874	-2.542	-0.188
O	5.276	8.116	16.427
O	3.454	-4.457	17.435
O	12.134	6.563	19.311
O	10.902	-2.325	16.845
O	12.718	-0.558	17.78
O	-4.059	-0.616	-5.79
O	5.312	-0.538	-3.228
O	16.501	2.938	16.86
O	18.263	-6.775	17.825
O	1.681	5.383	-1.207
O	12.665	-6.122	17.64
O	8.924	-1.673	-6.835
O	-3.008	-2.833	-4.893
O	-5.2	-2.777	-6.478
O	3.507	4.851	19.562
O	7.915	-4.699	-3.065
O	5.357	2.917	16.701
O	-2.745	3.259	-3.814
O	-4.212	6.247	-5.913
O	12.153	-3.943	19.126
O	2.103	-6.051	-3.308
O	6.683	-6.678	-4.198
O	4.265	-6.669	18.697
O	8.755	-3.089	18.001
O	2.949	2.991	-0.557
O	3.321	-7.912	-6.911
O	-1.323	7.254	-1.751
O	7.873	7.73	-5.923
O	16.311	-7.975	16.593
O	3.491	6.513	17.511
O	9.787	5.551	20.246
O	-2.76	-5.405	-5.112
O	2.243	-0.255	-5.835
O	11.519	-6.354	19.956
O	12.056	-1.544	-1.28
O	6.331	-1.906	-7.215
O	14.885	1.517	-1.445
O	-3.915	1.441	-2.342
O	16.149	-7.014	19.245
O	1.869	-6.552	17.538
O	12.982	4.603	17.845
O	5.763	-7.333	-6.5
O	0.271	-2.589	16.43
O	16.536	-4.696	20.311
O	7.976	-3.789	-5.519
O	1.434	-0.788	-1.421
O	4.807	2.117	-3.515
O	4.039	6.609	-1.498
O	5.686	-4.012	-4.248
O	-1.137	-4.258	-1.234
O	-3.023	1.677	-5.972
O	6.005	5.434	-0.467
O	4.546	6.081	-6.336
O	3.484	1.327	17.64
O	2.341	-5.149	19.682
O	9.678	6.829	-1.42
O	9.487	2.414	-2.989
O	8.705	-7.335	-2.913
O	8.671	-0.685	19.391
O	9.111	1.486	17.961
O	1.709	-0.591	17.612
O	13.303	3.162	-0.253
O	17.709	7.114	18.675
O	1.049	4.556	-6.2
O	14.032	-5.629	19.863
O	1.213	-3.775	-2.255
O	6.073	2.697	-5.752
O	10.737	-5.02	-0.105
O	4.276	-3.255	-6.333
O	10.114	-0.156	-2.503
O	19.617	5.668	19.763
O	12.971	-6.255	-0.796
O	-32.531	-3.569	-6.299
O	-0.226	-7.495	-3.59
O	16.174	-5.223	-0.268
O	8.84	-7.378	-0.353
O	7.688	0.465	-3.03
O	-11.592	6.847	19.872
O	13.69	-7.588	-2.842
O	3.112	-3.749	-4.029
O	-36.92	3.681	20.415
O	6.873	-1.198	-1.204
O	13.225	0.98	19.874
O	10.924	0.242	0.09
O	5.281	-2.701	16.647
O	7.076	3.318	-3.428
O	8.632	-2.93	-0.257
O	14.552	5.591	19.904
O	-39.883	-7.869	-5.892
O	3.646	-4.584	-1.587
O	4.001	-5.712	-5.459
O	11.081	-1.763	20.209
O	8.765	1.406	-0.792
O	-0.768	0.526	-1.461
O	6.943	5.323	-5.68
O	14.315	6.86	17.695
O	11.323	5.216	-0.271
O	14.926	-0.906	19.217
O	22.187	-6.895	19.037
O	0.259	7.144	-6.807
O	14.799	-3.07	-1.022
O	6.732	-6.341	-1.438
O	31.067	1.223	17.277
O	12.208	-1.617	-6.559
O	24.246	0.61	19.637
O	21.642	-2.692	20.024
O	18.295	4.762	17.65
O	34.907	0.247	19.542
O	20.246	4.338	-2.524
O	22.236	5.006	19.669
O	12.118	7.935	-5.329
O	23.611	-5.899	17.209
O	18.457	7.498	-5.984
O	26.753	-3.252	19.919
O	18.621	1.356	19.809
O	23.775	-0.607	17.411
O	19.027	-0.523	-6.754
O	27.447	2.856	16.365
O	25.595	-7.886	-3.321
O	23.77	4.494	17.606
O	26.453	6.34	17.747
O	27.614	-7.989	16.565
O	22.064	-1.272	-7.028
O	21.991	-7.96	16.505
O	23.312	-4.553	19.459
O	21.25	-4.741	17.722
O	27.332	4.142	19.071
O	27.518	-2.356	16.374
O	28.961	-0.304	17.332
O	20.259	3.308	20.471
O	29.813	4.305	20.058
O	32.784	2.9	16.35
O	32.917	-8	16.06
O	18.296	7.731	-3.22
O	26.065	-0.995	18.659
O	29.735	-6.694	17.376
O	14.368	-0.182	-6.24
O	13.079	-3.445	-4.841
O	67.337	-5.944	-5.154
O	20.955	7.443	-5.122
O	21.952	2.839	16.718
O	14.666	1.331	-4.084
O	13.754	5.955	-6.082
O	27.385	-5.736	19.514
O	16.695	-7.145	-4.856
O	20.05	-6.685	-2.613
O	12.611	-5.822	-5.734
O	26.264	-4.282	17.57
O	-58.389	0.998	-2.47
O	13.954	6.924	-0.919
O	21.704	0.086	-0.332
O	20.021	-6.97	-6.673
O	16.414	6.652	-4.943
O	26.205	6.305	-4.704
O	31.517	6.541	17.185
O	-17.114	-0.564	-2.891
O	17.727	5.25	-3.162
O	17.212	-4.606	-4.771
O	22.193	0.346	-4.952
O	21.63	-5.014	-6.268
O	24.288	-2.265	20.05
O	28.36	-1.462	-1.757
O	38.613	-2.11	20.496
O	31.092	2.307	-1.965
O	14.601	-0.854	-2.558
O	33.773	6.72	18.656
O	18.41	-7.538	20.506
O	29.33	4.312	17.408
O	56.394	3.31	-1.524
O	23.197	6.623	-5.905
O	16.59	-2.519	16.983
O	42.089	-3.17	-5.742
O	22.637	3.734	-1.357
O	25.585	-2.457	-5.041
O	16.746	-1.236	-1.174
O	13.684	-7.666	-7.222
O	22.06	2.549	-3.499
O	17.868	-6.997	-1.193
O	23.979	3.111	19.909
O	23.945	-4.643	-5.187
O	17.989	-2.007	-4.799
O	12.824	1.892	-5.93
O	22.885	-7.081	-5.15
O	21.575	5.725	-0.222
O	25.012	5.414	19.67
O	20.131	1.178	17.629
O	38.263	-3.966	18.807
O	25.14	6.541	-1.63
O	11.481	5.492	-4.842
O	-12.098	1.142	-7.047
O	24.751	1.236	-4.251
O	23.15	7.375	-3.363
O	15.828	-2.889	-6.005
O	-31.96	-2.611	-2.831
O	18.527	2.868	-3.721
O	25.646	1.268	17.429
O	18.148	-0.527	17.882
O	15.862	7.149	-2.518
O	39.508	4.538	-2.309
O	63.471	-2.967	-6.811
O	25.852	1.798	-6.639
O	26.93	-5.156	-0.539
O	23.003	-2.187	-4.777
O	15.434	2.182	-6.439
O	26.844	0.201	-3.252
O	24.991	5.069	-6.85
O	18.837	-2.537	-0.387
O	28.188	7.681	-3.48
O	18.01	3.72	-1.163
O	-28.968	-4.129	18.107
O	32.192	-5.06	-0.807
O	23.997	-7.547	-1.211
O	23.006	-2.113	-1.078
O	28.378	-7.06	-1.443
O	30.906	-2.592	18.995
O	21.851	-5.135	-3.623
O	18.901	0.487	-4.445
O	-45.157	1.454	-7.046
O	30.43	-0.015	19.476
O	27.403	0.684	-0.751
O	22.173	-2.569	16.662
O	49.825	5.863	18.69
O	25.551	-2.788	-0.894
O	-54.912	6.298	20.295
O	20.496	2.07	-1.389
O	20.299	-4.205	-1.59
O	41.625	1.001	17.245
O	-9.852	-2.055	19.842
O	25.19	1.604	-1.646
O	10.528	-3.246	-5.482
O	16.077	-2.802	-3.287
O	-62	-4.422	17.659
O	31.336	6.413	19.724
O	27.225	5.343	-0.595
O	24.646	-0.87	-6.926
O	24.315	-3.438	-2.964
O	27.452	6.39	20.266
O	30.064	7.213	-1.531
O	30.135	-2.944	-0.697
O	22.057	-5.887	-1.067
O	47.319	0.527	17.074
O	36.558	0.763	17.457
O	41.12	7.393	19.537
O	43.983	1.663	-6.136
O	34.49	4.617	17.223
O	-47.148	-4.47	19.185
O	37.737	5.754	-3.863
O	38.538	7.225	20.192
O	39.985	5.065	19.919
O	39.345	-6.152	17.637
O	-43.908	-1.345	-1.737
O	44.699	-5.647	17.343
O	-56.212	-4.595	-6.132
O	39.72	-0.824	17.227
O	33.51	-5.74	-5.525
O	43.426	2.716	16.323
O	43.402	-4.899	-4.132
O	39.929	4.323	17.375
O	42.374	6.423	17.509
O	43.547	-7.904	16.437
O	32.508	-3.421	-6.142
O	37.997	-8.056	16.447
O	-39.973	-0.866	19.716
O	36.227	-4.354	16.879
O	42.976	5.495	19.908
O	43.508	-2.685	16.057
O	45.264	-1.16	17.163
O	29.506	6.47	-6.368
O	45.097	1.194	18.241
O	48.925	2.538	16.452
O	49.088	-8.058	16.637
O	32.225	5.812	-0.846
O	-25.708	7.262	-5.188
O	47.562	-4.653	17.486
O	-47.518	-4.947	-2.946
O	36.313	-3.642	20.495
O	35.761	5.04	19.431
O	35.635	6.49	-5.253
O	38.126	2.667	16.472
O	30.984	1.562	-7.002
O	30.374	-7.013	-3.02
O	37.72	8.089	-5.059
O	35.167	-7.052	-3.834
O	38.075	6.002	-6.451
O	36.937	-6.18	18.66
O	41.525	-3.835	17.213
O	27.087	-0.5	-6.225
O	33.691	-7.153	-1.734
O	37.965	1.008	-1.659
O	43.712	7.904	19.344
O	-38.445	7.883	16.892
O	41.808	2.76	-7.083
O	47.528	6.712	17.971
O	36.112	6.655	17.343
O	35.488	-6.934	-6.436
O	28.745	-6.119	-4.826
O	37.989	-0.114	-4.044
O	37.924	-6.369	-6.933
O	33.548	-1.109	-6.091
O	44.527	-1.245	-1.858
O	45.802	-4.494	19.403
O	47.42	2.076	-2.051
O	30.367	2.457	-4.578
O	48.995	7.889	19.989
O	34.916	-6.649	16.994
O	45.537	3.76	17.371
O	-14.91	4.797	17.511
O	46.986	2.571	19.282
O	32.911	-2.594	16.298
O	47.735	-6.221	19.681
O	60.871	-6.254	17.622
O	45.789	-2.457	-6.912
O	33.021	-0.824	-1.595
O	41.035	-7.121	-3.325
O	39.036	-6.007	20.357
O	58.218	-2.049	18.526
O	35.889	7.633	-1.839
O	39.362	2.619	19.337
O	38.731	-6.05	-4.352
O	34.895	-2.603	-4.195
O	28.461	1.722	-6.166
O	40.064	-7.385	-6.191
O	37.779	5.821	-0.909
O	-15.117	-3.469	-5.16
O	-60.672	-3.384	-5.624
O	33.7	-3.325	20.593
O	42.308	7.081	-2.051
O	29.825	3.902	-6.83
O	-9.137	2.247	18.767
O	34.788	2.877	-4.128
O	42.148	2.63	-4.432
O	39.688	7.095	-2.631
O	-20.962	-0.591	-1.175
O	42.052	-1.37	18.265
O	33.687	1.628	-2.077
O	39.635	1.335	-6.712
O	34.661	-0.966	17.241
O	45.819	3.273	-0.67
O	-20.642	-1.424	-4.765
O	33.511	4.912	-5.023
O	-24.271	2.941	20.043
O	33.215	7.254	-6.051
O	33.828	7.091	-3.455
O	48.895	1.309	-6.416
O	42.549	-3.966	-1.814
O	37.487	-2.682	-4.517
O	52.783	2.652	20.48
O	42.622	0.351	-3.179
O	39.603	3.92	-6.312
O	35.054	-2.39	-0.948
O	43.927	-6.099	-1.731
O	33.949	4.223	-1.945
O	-1.579	0.912	17.545
O	49.117	-5.908	-1.4
O	40.69	-7.7	-0.808
O	40.095	1.241	-3.37
O	41.818	3.387	19.031
O	47.23	6.446	-1.77
O	48.286	-3.664	19.836
O	35.966	-4.846	-4.847
O	34.337	-0.113	-3.819
O	39.476	-0.983	-2.06
O	46.688	-0.79	19.257
O	43.607	0.82	-0.822
O	38.105	-2.611	16.224
O	-27.561	-4.22	-6.115
O	40.813	-2.561	-0.651
O	44.424	3.272	19.661
O	36.028	2.677	-1.765
O	36.473	-3.925	-2.378
O	-18.625	0.373	-4.79
O	38.546	-1.092	-6.42
O	41.767	2.388	-1.741
O	-52.369	2.872	20.188
O	31.787	0.446	-3.58
O	-49.071	-2.966	16.682
O	43.861	5.338	-0.833
O	47.729	-3.419	-2.037
O	41.087	-0.89	-6.767
O	40.824	-4.652	-4.051
O	30.749	-7.77	-5.416
O	45.829	-7.771	-1.722
O	46.285	-2.447	-0.253
O	39.397	-5.662	-1.862
O	62.788	-0.903	19.765
O	52.465	-1.934	18.739
O	56.493	-0.151	19.256
O	48.176	-3.408	-6.388
O	50.977	3.981	17.404
O	58.267	2.549	-6.532
O	56.734	5.194	-3.26
O	48.334	5.826	-4.542
O	-19.121	-5.571	19.729
O	55.565	-6.613	17.545
O	57.131	-2.924	-3.853
O	59.569	-4.342	19.059
O	43.67	4.264	-6.036
O	56.196	-1.231	16.996
O	50.534	-7.363	-5.454
O	59.619	2.434	16.598
O	58.519	-6.948	-2.902
O	55.741	4.046	17.446
O	57.917	6.367	17.558
O	-21.954	-5.405	-2.933
O	52.963	1.514	-6.241
O	54.134	7.923	16.426
O	55.492	-6.163	20.145
O	52.798	-4.672	17.088
O	57.21	6.727	20.041
O	59.75	-2.887	16.318
O	61.398	-1.157	17.508
O	-8.413	-4.787	19.437
O	60.849	0.793	19.206
O	65.092	2.426	16.721
O	65.123	8.112	16.56
O	49.103	5.284	-0.579
O	-30.807	-0.076	20.31
O	63.679	-5.073	17.453
O	46.958	-5.493	-3.192
O	-11.727	5.733	-5.696
O	51.687	-1.426	-1.789
O	56.855	6.086	-6.188
O	54.191	2.343	16.393
O	46.988	1.56	-4.724
O	4.433	0.895	-1.264
O	62.595	1.34	-5.309
O	54.192	-4.287	-3.827
O	52.783	8.022	-6.399
O	53.218	-6.597	18.833
O	57.79	-4.324	17.158
O	47.581	-0.924	-5.7
O	51.071	-7.67	-1.628
O	54.578	-0.03	-0.701
O	47.662	7.443	-6.405
O	48.165	-7.75	-2.975
O	60.804	2.467	-6.937
O	63.63	6.067	17.393
O	52.233	6.276	17.455
O	-17.891	1.717	20.303
O	58.315	6.67	-1.698
O	54.204	1.185	-3.959
O	54.292	-6.259	-5.568
O	56.988	-4.06	19.595
O	61.607	-1.804	-1.76
O	62.053	-4.926	19.504
O	64.011	1.759	-1.083
O	45.157	1.018	-2.988
O	64.551	7.249	19.484
O	50.889	-6.367	17.526
O	61.143	4.122	17.84
O	46.22	7.246	-4.106
O	62.058	5.025	20.188
O	48.93	-2.697	16.424
O	64.156	-6.513	19.735
O	-28.637	3.225	-4.803
O	-61.805	-1.017	-5.569
O	49.519	-0.1	-1.199
O	58.516	6.833	-4.355
O	55.206	5.083	19.736
O	54.543	3.658	-3.289
O	52.806	6.683	-1.662
O	66.202	7.013	-4.661
O	55.946	-4.209	-5.74
O	51.93	-2.896	-3.954
O	46.343	0.792	-7.136
O	65.751	-6.788	-3.18
O	54.691	5.213	-0.652
O	57.636	4.292	19.16
O	52.876	0.193	17.12
O	-38.137	1.48	-4.432
O	66.585	-2.486	20.053
O	67.076	-2.117	-1.081
O	45.116	-3.875	-2.457
O	52.093	2.704	-3.702
O	60.422	2.474	-4.305
O	56.444	7.773	-3.276
O	50.312	-4.917	-6.326
O	-39.534	-6.067	19.289
O	49.782	1.461	-3.312
O	58.208	0.379	17.364
O	50.525	-0.864	17.296
O	62.437	3.895	-1.329
O	66.195	6.027	17.989
O	50.001	4.035	-4.117
O	62.301	8.082	20.428
O	49.335	-5.549	-4.001
O	50.416	6.36	-2.859
O	56.242	1.003	-6.111
O	59.63	-5.085	-1.408
O	-20.844	-6.597	18.016
O	58.33	1.433	20.136
O	60.183	-0.05	-3.333
O	55.986	3.628	-6.616
O	-30.468	4.982	-3.456
O	60.955	-7.225	-1.616
O	50.611	3.367	-1.627
O	-28.926	-6.815	-2.246
O	65.523	-5.601	-0.32
O	56.533	-6.981	-1.314
O	59.034	-2.118	-2.32
O	64.738	5.412	-3.125
O	64.779	5.939	-0.584
O	64.497	-3.942	19.617
O	52.288	7.878	-3.858
O	49.897	-1.173	-3.608
O	56.429	-1.461	-1.806
O	-0.663	-1.919	-2.467
O	59.879	-0.215	-0.707
O	54.387	-2.865	16.204
O	56.853	2.78	-4.234
O	57.415	-3.758	-1.249
O	60.274	3.142	20.176
O	-45.327	5.62	20.553
O	52.562	-4.28	-1.817
O	56.21	-5.942	-3.762
O	54.284	-0.686	-5.896
O	59.072	1.894	-1.937
O	-44.677	-3.316	19.943
O	47.603	-0.22	-2.983
O	5.874	-4.782	19.283
O	64.488	4.572	19.451
O	60.231	5.247	-0.655
O	59.52	0.235	-6.495
O	-42.357	0.907	-1.881
O	29.438	-7.393	19.876
O	62.867	7.822	-0.47
O	63.298	-3.408	-0.542
O	54.499	-5.588	-0.61
O	-50.359	0.344	17.512
O	61.232	-1.747	-6.146
O	-57.322	0.155	20.069
O	66.798	6.59	-2.11
O	67.255	3.77	17.442
O	-50.837	-1.96	18.843
O	-62.341	5.603	-3.986
O	-59.83	4.349	20.126
O	-61.958	7.582	20.035
O	-58.232	-6.816	17.939
O	63.856	7.814	-3.997
O	-55.095	-3.349	20.511
O	66.586	0.892	19.189
O	-58.313	-0.938	17.799
O	-57.088	7.612	19.403
O	-54.488	2.463	16.808
O	-51.988	6.348	-2.458
O	-58.477	4.199	17.845
O	-55.804	6.027	17.83
O	-54.227	8.017	17.046
O	-60.631	0.647	-1.142
O	-59.962	7.857	16.822
O	65.679	-4.034	-5.82
O	-16.027	1.019	-4.676
O	-59.756	4.768	-0.703
O	-54.179	-2.812	16.71
O	-52.723	-0.757	17.508
O	62.377	3.91	-5.575
O	-60.631	1.498	-6.528
O	-48.968	2.422	16.718
O	-48.897	8.079	16.646
O	57.332	-7.653	-6.147
O	-52.219	-6.633	17.962
O	-49.623	-5.58	18.492
O	63.171	-1.932	-4.397
O	-31.459	3.498	-5.341
O	67.934	5.022	19.664
O	-42.432	1.949	-6.789
O	-60.054	2.5	16.701
O	64.574	0.253	-3.914
O	61.844	6.329	-6.199
O	-51.751	-4.434	19.526
O	-60.281	-4.455	-3.297
O	-60.169	-7.865	-7.132
O	-61.463	-6.336	19.29
O	-55.892	-4.177	18.061
O	-28.446	-4.649	-3.743
O	43.42	-5.82	19.61
O	-17.331	-3.938	-1.088
O	-24.924	2.912	-0.239
O	-30.274	-7.218	20.457
O	-56.931	2.709	-3.766
O	-50.059	6.219	17.903
O	-61.787	5.987	17.414
O	-9.092	-1.262	17.493
O	62.006	-6.45	-6.114
O	-45.963	-1.517	-6.133
O	-45.384	3.324	-5.402
O	-57.609	-3.28	19.875
O	-52.962	-2.197	-1.382
O	-51.326	-4.478	16.971
O	-50.332	1.406	-1.699
O	61.689	1.616	-2.184
O	-56.394	6.631	-5.185
O	67.017	-6.579	17.58
O	-52.752	4.075	17.802
O	-5.341	4.061	-6.943
O	-52.37	5.507	19.874
O	65.223	-2.983	16.713
O	-53.325	-6.522	-5.728
O	-59.905	5.185	-3.359
O	-57.503	-2.417	-6.865
O	59.324	7.077	-6.733
O	5.76	7.258	-4.395
O	-59.478	-7.786	20.057
O	-58.463	-8.041	-5.189
O	67.764	-7.806	-0.371
O	-57.899	2.614	19.908
O	-51.932	-7.6	-3.66
O	67.93	-3.185	-3.286
O	-35.301	-3.514	-0.542
O	-53.477	7.289	-5.094
O	-60.977	6.883	-1.52
O	-57.206	5.091	19.91
O	-61.818	0.805	17.573
O	66.913	-5.043	19.698
O	-55.99	7.271	-0.961
O	-58.207	-3.745	-4.696
O	60.593	-5.914	-3.855
O	-62.427	-7.988	-3.648
O	0.104	-7.578	20.192
O	-56.776	-8.066	-3.206
O	65.364	-1.483	-5.748
O	-55.956	-1.624	18.707
O	-62.037	1.371	-4.411
O	-56.281	0.766	17.702
O	66.919	-1.09	17.487
O	-52.271	3.986	-1.172
O	-48.871	5.545	20.235
O	-44.812	5.895	-5.695
O	-32.172	6.22	-4.954
O	-54.333	5.342	-0.294
O	-62.519	-5.666	-2.565
O	-52.732	-2.222	20.599
O	-52.602	-5.212	-2.281
O	-60.312	-0.493	-3.458
O	65.092	2.059	-5.746
O	-55.908	-2.338	-4.803
O	-58.078	2.013	-6.083
O	-57.726	3.279	-1.285
O	-53.726	-7.032	-0.851
O	-41.829	3.409	-1.437
O	64.874	-6.584	-5.58
O	-49.147	0.32	-3.903
O	-57.979	-7.281	-1.094
O	-55.149	-4.931	-1.44
O	67.492	2.509	-6.602
O	-50.473	4.355	-3.166
O	-21.004	-3.994	18.748
O	-59.782	-5.793	-5.492
O	67.611	-0.617	-3.189
O	-56.98	-3.058	-0.588
O	-34.016	-5.222	-4.301
O	-54.322	-0.21	-0.439
O	-59.975	-2.845	16.891
O	-57.008	4.328	-5.955
O	-49.969	8.089	-2.059
O	-27.285	5.494	-3.855
O	-62.397	2.483	-0.402
O	-61.424	-3.82	-1.049
O	-36.236	4.197	17.88
O	-38.208	-0.079	-0.262
O	-55.951	1.448	-1.569
O	-45.099	8.089	20.026
O	65.539	-0.203	-0.309
O	-34.241	4.331	-5.694
O	-50.4	3.904	18.943
O	-16.3	5.402	19.668
O	-31.164	4.441	17.989
O	-24.267	6.793	17.8
O	-57.203	-6.352	20.344
O	-51.699	7.79	-0.06
O	-46.599	-1.572	-1.252
O	-59.76	-5.618	-0.241
O	-34.43	0.451	17.563
O	-45.799	-1.124	19.696
O	24.617	-0.817	-2.53
O	-43.834	-2.488	-4.925
O	-47.999	4.493	17.925
O	-28.514	2.453	20.533
O	-43.285	6.201	-3.569
O	-42.589	3.207	20.102
O	-22.424	0.329	-3.333
O	-41.369	-6.63	17.472
O	-4.125	2.787	19.649
O	-41.952	-6.505	20.015
O	-47.561	0.661	19.886
O	-41.564	-1.236	17.68
O	-45.042	-5.762	-3.649
O	-38.166	2.648	16.808
O	-40.355	-6.285	-3.788
O	-41.661	3.58	17.805
O	-40.467	5.666	16.863
O	15.457	-5.713	-6.566
O	-35.984	-0.517	19.691
O	-43.434	8.14	16.881
O	-45.036	6.399	17.995
O	-44.959	-4.736	17.769
O	-23.126	0.985	-0.969
O	-36.813	-0.531	17.315
O	-32.906	1.26	19.622
O	4.953	4.61	-4.215
O	31.115	-5.217	-4.998
O	-32.814	2.56	16.949
O	-32.623	8.017	16.553
O	-47.351	4.57	-1.287
O	-36.722	-6.547	17.814
O	-33.105	-1.282	20.07
O	-53.64	-1.398	-3.794
O	-19.308	-0.852	-6.943
O	-54.456	5.084	-6.027
O	-35.901	-5.579	20.12
O	-43.861	2.222	17.833
O	-51.575	1.218	-4.163
O	-51.932	5.028	-5.261
O	-24.239	-6.296	20.581
O	-48.997	-5.694	-0.215
O	-58.329	6.573	-1.883
O	-45.141	-5.745	20.228
O	-40.034	-4.108	17.66
O	-51.683	-0.716	-6.129
O	-47.487	-7.471	-1.228
O	-42.111	-0.948	-3.681
O	-42.989	6.543	19.637
O	-50.239	6.736	-4.32
O	-40.91	5.03	-3.484
O	-34.492	7.008	17.917
O	-50.007	1.22	-6.208
O	-40.891	5.304	20.486
O	-48.474	-0.982	-6.176
O	-29.36	1.511	-0.974
O	-41.474	-5.777	-6.102
O	-50.102	-5.283	-3.363
O	-37.053	-1.962	-1.397
O	-38.239	-2.629	16.575
O	-34.605	-1.6	-2.177
O	-53.726	-2.307	-6.305
O	-32.733	-7.673	19.312
O	-17.378	-3.986	-6.237
O	-34.403	3.324	19.823
O	-48.739	-8.021	-6.503
O	-35.197	8.236	20.143
O	63.77	2.708	-3.442
O	-37.685	-4.275	18.844
O	-7.77	6.887	20.106
O	-40.245	-3.404	-0.295
O	-48.736	-0.202	-0.466
O	-42.79	-7.219	-3.577
O	-9.889	1.911	-5.947
O	-40.556	7.564	-3.268
O	-45.621	6.628	-1.065
O	-41.746	1.064	18.896
O	-19.111	5.319	-6.536
O	-2.962	5.207	19.612
O	-52.84	1.633	-6.394
O	-41.617	6.455	-5.565
O	-43.508	5.153	-0.369
O	-40.637	7.714	19.111
O	-45.883	0.639	17.751
O	-49.261	4.55	-5.526
O	-39.687	6.191	-1.341
O	-47.331	3.387	-7.104
O	-28.668	6.982	-1.283
O	-33.438	-1.121	-6.49
O	-40.547	2.056	-3.469
O	-43.944	-6.619	-5.881
O	28.888	-7.38	-7.177
O	-35.136	-4.416	17.833
O	-2.026	6.482	17.409
O	-39.616	0.588	17.549
O	-47.701	-1.155	17.872
O	-35.726	2.792	-0.327
O	-30.767	6.907	19.116
O	15.397	-4.664	17.937
O	-38.929	-5.357	-5.833
O	-48.308	-7.258	-3.723
O	-45.773	5.462	-3.347
O	-45.107	8.014	-4.148
O	-41.38	-1.449	-1.302
O	-24.684	5.231	-3.676
O	-11.105	-3.818	-6.282
O	40.163	5.823	-4.803
O	-39.067	5.926	-6.127
O	-12.112	1.327	17.768
O	-35.763	-6.875	-1.237
O	-46.211	2.622	-0.129
O	-7.761	2.273	-4.482
O	-32.936	-4.318	-1.04
O	-41.375	-7.136	-1.378
O	-32.978	4.271	-3.423
O	-4.122	-7.583	-5.086
O	7.348	0.365	-6.282
O	-29.925	-4.676	20.462
O	-5.975	0.396	-3.556
O	1.657	2.155	-5.087
O	-30.732	-2.954	-0.541
O	51.962	4.971	19.77
O	-61.106	3.694	-5.217
O	-43.463	-2.83	16.821
O	-36.895	4.577	-5.556
O	-45.34	-4.21	-1.578
O	-36.309	1.8	18.661
O	-45.286	0.746	-1.452
O	63.137	0.794	17.711
O	-40.24	0.284	-5.453
O	-7.723	3.039	-6.973
O	-39.981	1.677	-0.949
O	36.695	-1.614	18.799
O	-51.229	-0.803	-2.645
O	-14.871	-5.778	-3.762
O	13.506	6.331	-3.536
O	-26.875	6.665	18.545
O	-1.962	2.772	-1.246
O	-14.44	5.786	-6.027
O	-32.866	-0.146	-3.33
O	-34.343	7.254	-0.96
O	-22.547	2.65	-7.218
O	-43.42	-5.706	-0.536
O	-18.152	0.869	17.429
O	-29.399	-2.218	19.997
O	-24.641	-0.522	19.771
O	-29.059	-2.294	-5.013
O	-33.422	6.289	20.123
O	-13.888	0.372	19.473
O	-9.276	4.535	17.474
O	-26.326	4.556	19.903
O	-34.916	6.947	-6.894
O	-25.698	-7.316	17.835
O	-33.649	-7.407	-2.936
O	1.783	6.754	19.564
O	-25.163	3.983	17.651
O	-25.094	-1.349	17.454
O	-32.314	-7.085	-5.333
O	-21.852	2.517	16.83
O	-6.929	7.399	-6.055
O	-7.373	0.933	17.3
O	-13.157	-5.102	-5.525
O	-22.109	7.962	16.788
O	-19.849	-6.588	-4.028
O	-27.654	8.142	16.516
O	-24.932	-4.083	-6.282
O	-12.322	-3.194	-1.027
O	-18.914	5.132	19.846
O	-21.773	-2.784	16.253
O	-19.443	-4.566	-2.474
O	-36.948	7.193	-5.235
O	-29.91	1.941	-6.726
O	-16.394	2.721	16.713
O	-16.346	8.079	16.56
O	-32.66	5.348	-0.24
O	-19.357	7.777	-5.637
O	-17.255	-3.586	17.79
O	-9.472	6.976	-5.438
O	-36.508	-0.171	-5.746
O	27.491	4.73	-6.306
O	-30.359	7.571	-3.32
O	-27.325	2.856	16.593
O	-12.978	3.544	-6.259
O	-24.335	-3.843	-1.035
O	-12.363	6.474	17.422
O	-33.142	-6.771	-0.496
O	-29.55	6.335	-5.496
O	-27.346	-3.766	20.15
O	-23.392	-4.224	17.594
O	-35.729	2.304	-5.01
O	-27.336	-1.063	-3.63
O	-27.462	-0.042	-0.137
O	4.765	0.466	-6.011
O	-34.912	-7.467	-5.197
O	-24.46	3.675	-5.675
O	-17.897	6.449	17.831
O	-29.496	6.134	16.996
O	27.414	-5.162	-6.794
O	9.39	5.634	-6.503
O	61.82	-4.058	-5.074
O	50.841	6.317	-5.403
O	-23.212	-3.874	20.17
O	-16.41	-0.369	-0.366
O	-19.163	-5.046	17.077
O	-19.67	3.051	-0.264
O	-35.707	0.397	-3.389
O	-27.699	7.976	-6.653
O	-30.729	-7.032	17.815
O	-20.45	4.476	17.835
O	-57.884	-6.421	-7.174
O	-20.322	3.05	20.058
O	-34.886	-2.962	-5.305
O	10.688	3.414	-6.13
O	-26.262	3.137	-3.738
O	-25.445	-1.58	-5.61
O	-31.791	-0.668	-1.026
O	-41.4	-1.981	-5.933
O	-28.879	5.058	19.254
O	-23.806	2.557	-3.417
O	-12.942	-1.157	-2.666
O	-26.421	2.112	18.951
O	-14.2	6.834	19.159
O	-2.872	7.874	19.487
O	-48.523	-5.485	-5.469
O	-15.012	3.376	-3.751
O	28.77	-3.893	18.318
O	1.886	7.645	-2.721
O	-28.73	1.258	18.104
O	-36.408	-5.178	-5.367
O	-23.709	6.71	-1.049
O	-34.173	0.963	-1.373
O	20.239	-0.638	19.479
O	-28.41	3.557	-2.275
O	-62.065	-0.841	19.605
O	51.891	-5.449	-4.204
O	-5.561	4.891	19.954
O	66.336	4.058	-1.402
O	-30.839	-7.978	-0.857
O	-23.369	0.578	17.705
O	40.415	0.276	19.546
O	-18.063	1.372	-1.355
O	-30.763	-4.94	-2.37
O	-30.844	2.476	-2.953
O	-26.033	-6.453	-6.064
O	-15.341	4.41	-1.301
O	63.18	-5.981	-3.757
O	-23.833	1.117	-5.602
O	-22.62	-5.622	-0.395
O	-29.005	0.477	-4.856
O	-27.342	0.058	20.062
O	-23.223	-1.597	-1.703
O	-13.502	-3.645	-3.207
O	-35.942	-3.766	-3.107
O	-20.988	-7.235	-1.358
O	-30.586	3.833	-0.83
O	-14.737	-2.268	-1.161
O	-0.914	-4.177	-3.764
O	-25.323	-7.531	-0.549
O	-25.017	0.094	-3.555
O	-32.616	1.522	-6.413
O	-17.233	-5.97	-2.681
O	-16.575	-2.768	20.278
O	-30.213	-7.994	-6.913
O	-30.114	-0.838	-3.068
O	-25.73	-1.645	-0.963
O	-2.709	-7.008	-2.97
O	29.276	3.284	-0.582
O	-27.21	-2.722	16.841
O	12.319	-5.383	-3.2
O	-11.002	0.471	-3.299
O	-21.556	5.492	20.036
O	26.814	-7.598	-5.599
O	-28.533	-4.278	-1.271
O	64.265	5.689	-5.63
O	-9.359	4.354	-5.278
O	-7.266	7.61	-1.097
O	-11.227	3.821	19.138
O	-17.848	7.757	-3.61
O	-27.244	1.661	-6.288
O	-17.932	7.428	20.348
O	-21.743	5.144	-0.235
O	-18.043	-1.275	18.874
O	-25.174	-2.549	-3.252
O	50.57	-2.407	20.413
O	-19.035	8.113	-0.188
O	-19.289	-2.507	-0.224
O	-27.191	-5.751	0.15
O	-46.037	-3.34	-4.081
O	-21.121	-2.954	-6.857
O	-8.21	-0.031	19.606
O	-23.032	-2.559	-5.221
O	-10.367	-0.695	-6.057
O	-5.617	1.518	-6.345
O	-10.653	5.693	-3.393
O	-15.538	1.379	-2.131
O	53.278	2.011	-1.563
O	-9.496	-6.139	17.434
O	-17.269	6.575	-1.327
O	-5.909	-4.384	20.123
O	-12.015	-1.23	18.509
O	-47.277	-6.481	17.611
O	65.472	-2.116	-3.159
O	-5.551	2.666	16.518
O	-7.047	-6.4	-2.386
O	11.77	-1.434	-3.951
O	-7.286	6.784	17.519
O	-5.499	8.2	16.307
O	-13.511	1.187	-3.756
O	-10.843	8.234	16.363
O	-7.639	-7.224	18.853
O	-12.423	-5.125	17.208
O	-4.504	-6.57	20.42
O	-5.34	-2.542	16.557
O	-3.551	-0.823	17.485
O	-0.755	2.806	-5.46
O	-10.713	4.251	-1.283
O	-0.054	2.9	16.723
O	-0.066	8.211	16.707
O	-47.357	1.347	-5.559
O	-3.978	-6.725	17.8
O	-1.385	-4.111	17.572
O	43.55	-3.462	18.748
O	-11.857	-3.639	19.593
O	42.066	-5.756	-6.237
O	-58.866	-1.34	-1.374
O	-10.799	2.86	16.273
O	36.079	-0.789	-5.674
O	2.894	0.473	-3.395
O	-8.198	-2.59	-0.485
O	-12.653	-7.433	18.516
O	-1.158	-1.579	18.409
O	-9.997	-6.651	20.049
O	-6.716	-4.452	17.563
O	31.869	-7.641	18.719
O	-15.125	-5.976	-1.108
O	-12.432	1.06	-1.304
O	-17.681	-6.526	-5.433
O	-17.309	-3.506	-3.668
O	-13.802	4.34	19.767
O	-19.887	2.878	-7.219
O	-50.19	5.602	-0.781
O	-16.966	6.83	-6.305
O	-20.781	-4.03	-4.618
O	33.295	2.543	-6.345
O	-8.736	-2.805	-5.854
O	-42.886	4.2	-5.198
O	-4.731	-0.836	-1.424
O	-37.741	4.867	-0.299
O	-27.002	5.13	-0.223
O	-60.526	6.223	-5.737
O	-0.714	6.312	19.634
O	-14.758	-6.388	17.289
O	-4.296	4.567	17.589
O	-2.582	0.084	19.779
O	-5.432	7.725	19.114
O	-15.588	-1.722	17.923
O	-6.611	2.004	19.545
O	34.643	-4.846	18.809
O	-7.916	-0.326	-5.183
O	58.449	-3.535	-6.099
O	-13.119	4.871	-2.677
O	-13.653	-8.027	-0.331
O	30.81	-5.276	19.312
O	-1.78	-5.667	20.726
O	25.559	3.677	-4.817
O	-15.716	5.875	-3.339
O	-50.848	-6.516	-6.109
O	-11.84	6.609	-1.221
O	-8.824	4.459	20.067
O	20.528	2.314	-5.533
O	-13.95	-5.247	19.313
O	-4.157	3.997	-1.666
O	7.003	-2.539	19.9
O	-22.724	-1.863	18.622
O	-8.357	-6.848	-5.498
O	18.037	2.333	-6.238
O	-8.029	7.816	-3.518
O	55.906	2.434	19.611
O	-7.333	-2.42	19.136
O	-19.965	0.584	19.219
O	-8.45	0.453	-2.731
O	-13.833	-0.236	16.875
O	-31.713	-0.611	17.91
O	59.657	8.024	16.583
O	-50.618	-3.899	-1.21
O	29.032	2.071	18.763
O	0.746	-6.692	-1.273
O	-15.579	-8.031	-2.568
O	-54.342	-6.822	-3.363
O	-6.267	-4.106	-1.504
O	16.164	5.526	-0.273
O	-33.045	-2.762	17.091
O	54.93	7.752	19.206
O	60.195	-6.675	20.157
O	-19.497	-5.196	-6.874
O	-4.822	-6.198	-0.979
O	1.326	1.625	19.184
O	19.787	7.484	-1.114
O	20.501	-1.625	-4.885
O	-9.35	-7.201	-1.456
O	-10.879	-2.959	16.56
O	-54.806	-0.07	-5.736
O	-25.297	7.738	20.148
O	-2.463	-3.35	19.766
O	-48.069	-6.816	20.101
O	-16.838	-1.51	-5.304
O	-10.115	-0.912	-1.19
O	-34.648	6.391	-4.274
O	-6.306	1.291	-1.191
O	14.758	-5.349	-4.149
O	46.572	-3.031	-4.435
O	23.296	2.548	-5.839
O	-51.695	-3.172	-3.508
O	-13.78	2.799	-0.035
O	16.22	8.216	-7.261
O	-38.432	5.821	-3.615
O	-2.735	4.213	-6.331
O	-8.428	2.842	-0.561
O	-25.703	7.367	-2.643
O	-45.6	-0.826	-3.625
O	31.018	-4.271	16.994
O	-47.831	6.709	-2.611
O	-5.618	5.7	-0.467
O	59.717	5.701	19.417
O	-9.616	-1.684	-3.692
O	6.421	-7.266	20.25
O	-2.938	-7.894	-0.245
O	-2.878	-2.54	-0.415
O	-10.966	-5.362	-0.437
O	-55.394	2.372	-5.851
O	-20.07	-1.04	17.283
O	35.472	3.951	-6.476
O	29.259	0.772	-2.813
O	51.546	0.516	19.329
O	-43.446	-0.139	-5.743
O	51.691	-4.498	19.361
O	-39.962	-3.494	20.173
O	46.057	5.375	-5.964
O	-56.008	-7.161	-5.534
O	7.408	-2.125	-3.598
O	-38.037	-5.436	-0.339
O	20.09	6.736	17.499
O	-4.841	-5.492	-3.462
O	-0.96	-3.74	-6.255
O	12.587	0.7	-2.588
O	52.205	-0.346	-4.334
O	47.756	5.59	20.457
O	41.009	-3.206	19.743
O	-23.506	-7.365	-2.333
O	-20.955	0.922	-5.92
O	-51.653	0.373	19.691
O	-38.646	-1.644	-6.242
O	-6.659	-4.882	-6.415
O	0.451	0.074	-3.798
O	-40.096	2.811	-5.969
O	-30.177	-4.547	-5.592
O	56.659	-1.634	-6.156
O	7.65	4.713	19.355

Results
total energy: -751515.529 eV
total energy less fixed offsets of O -438.25, Si -107.07 eV per atom: 37.751 eV

Forces (eV/angstrom) on atoms 1482 to 1804 of the 3456, counted in the order above; the others are left out for length: element, x, y, z
Si	-0.03	0.053	0.127
Si	0.029	0.012	-0.124
Si	-0.044	0.006	-0.126
Si	-0.02	-0.007	-0.145
Si	-0.115	-0.128	0.166
Si	-0.032	0.08	-0.075
Si	-0.062	0.026	-0.129
Si	0.051	0.05	-0.093
Si	0.001	0.083	-0.059
Si	0.099	0.012	0.062
Si	0.099	0.074	0.022
Si	0.021	0.001	-0.034
Si	-0.13	0.01	-0.037
Si	-0.002	-0.11	0.052
Si	-0.046	-0.078	-0.014
Si	-0.09	-0.202	0.164
Si	-0.174	0.096	0.1
Si	0.078	-0.055	0.075
Si	0.183	0.092	-0.197
Si	-0.113	0.01	0.067
Si	0.079	-0.049	-0.117
Si	0.052	-0.023	-0.204
Si	-0.008	-0.013	0.034
Si	0.042	-0.07	-0.096
Si	-0.095	0.093	0.152
Si	0.081	-0.081	-0.184
Si	0.061	-0.04	0.047
Si	-0.017	-0.169	0.058
Si	0.154	0.141	-0.029
Si	0.044	-0.111	0.075
Si	0.047	0.044	0.119
Si	0.301	-0.069	0.615
Si	0.244	-0.229	0.687
Si	-0.226	0.229	0.687
Si	0.075	-0.249	0.766
Si	-0.183	0.059	0.72
Si	-0.176	-0.035	0.738
Si	-0.033	0.111	0.735
Si	-0.006	-0.062	0.771
Si	0.002	0.193	0.591
Si	-0.214	-0.012	0.81
Si	0.305	-0.098	0.715
Si	0.083	-0.277	0.685
Si	-0.127	0.3	0.649
Si	0.051	-0.042	0.811
Si	0.323	-0.279	0.824
Si	0.26	-0.433	0.53
Si	-0.089	0.129	0.691
Si	0.101	-0.058	0.692
Si	-0.017	-0.051	-0.022
Si	-0.024	-0.011	-0.015
Si	0.032	0.024	-0.044
Si	0.015	0.034	-0.043
Si	0.034	0.039	-0.036
Si	-0.005	0.022	-0.055
Si	0.024	0.004	-0.063
Si	-0.006	0	-0.041
Si	0.02	-0.009	-0.049
Si	-0.047	-0.013	-0.022
Si	-0.017	0.026	-0.035
Si	0.002	0.009	-0.042
Si	0.051	-0.024	-0.052
Si	-0.031	0.049	-0.054
Si	-0.021	-0.026	-0.045
Si	-0.05	-0.05	0.017
Si	0.042	0.019	-0.025
Si	0.011	-0.028	-0.016
Si	0.044	0.032	0.01
Si	-0.034	-0.02	0.028
Si	-0.005	-0.025	-0.004
Si	-0.01	-0.002	0.05
Si	0.024	-0.023	0.026
Si	-0.017	-0.007	-0.005
Si	0	-0.002	0.018
Si	-0.006	0.025	0.02
Si	-0.003	-0.012	-0.007
Si	-0.029	0.034	0.005
Si	0.04	-0.039	0.039
Si	-0.013	0.011	0.032
Si	-0.023	-0.01	-0.015
Si	-0.028	0.011	-0.011
Si	0.047	-0.037	0.026
Si	0.008	-0.031	0.03
Si	-0.015	0.009	0.048
Si	-0.028	0.053	0.021
Si	-0.011	0.014	0.013
Si	-0.007	-0.015	-0.039
Si	0.008	0.035	-0.013
Si	-0.001	0.026	-0.025
Si	-0.014	-0.026	0
Si	0.014	0.015	-0.007
Si	0.029	0.003	0.004
Si	0.027	-0.012	-0.019
Si	-0.003	-0.007	-0.027
Si	-0.007	0	0
Si	0	0.011	-0.03
Si	0	-0.019	-0.017
Si	0.003	-0.007	-0.011
Si	0.009	0.047	-0.008
Si	-0.019	0.004	-0.039
Si	-0.02	-0.001	-0.001
Si	0.008	0.006	-0.006
Si	0.03	-0.009	-0.025
Si	-0.003	-0.003	0.011
Si	0.02	0.01	0.005
Si	0.008	-0.029	0.02
Si	-0.001	0.017	-0.006
Si	-0.006	-0.048	0.008
Si	0.001	-0.013	0.01
Si	-0.024	0	0.02
Si	0.004	0.003	-0.001
Si	-0.03	-0.01	0.017
Si	0.014	0.025	0.004
Si	-0.01	-0.042	0.004
Si	0.022	0.006	0.008
Si	-0.023	-0.009	0.01
Si	0	0.007	0.009
Si	-0.012	-0.007	0.003
Si	0.019	0.023	0.015
Si	-0.002	0.005	0.012
Si	-0.004	0.024	0.01
Si	0.019	0.003	0.026
Si	0.003	0.004	0.027
Si	0.032	0.024	0.009
Si	0.002	-0.002	0.013
Si	-0.006	0.015	0.006
Si	-0.018	0.024	0.042
Si	0.022	0.003	0.024
Si	0.009	0.003	0.012
Si	0.004	0.003	0.008
Si	-0.007	-0.01	0.019
Si	-0.004	-0.016	-0.002
Si	-0.008	-0.017	0.027
Si	0.002	0.002	0.007
Si	-0.016	0.022	0.038
Si	-0.014	-0.014	0.032
Si	-0.009	0.024	0.026
Si	0.001	-0.001	0.001
Si	-0.002	-0.022	0.027
Si	0.007	0.022	-0.035
Si	-0.01	-0.035	-0.029
Si	-0.018	-0.012	-0.027
Si	0.001	-0.007	-0.036
Si	0.014	-0.008	0.021
Si	-0.001	-0.027	-0.025
Si	-0.031	-0.022	-0.031
Si	-0.002	0.017	-0.052
Si	0.01	0.04	-0.039
Si	0.009	0.033	-0.027
Si	-0.011	0.019	-0.028
Si	-0.021	-0.005	-0.032
Si	0.016	0.005	-0.018
Si	0	-0.01	-0.016
Si	0.003	0.007	-0.039
Si	0.009	0.003	-0.02
Si	-0.006	0.012	-0.016
Si	-0.03	0.037	-0.027
Si	0.035	0.015	0.032
Si	-0.034	-0.02	0.049
Si	0.01	0.033	0.038
Si	0.009	0.009	0.013
Si	-0.022	0.087	0.036
Si	0.004	0.041	0.041
Si	-0.016	-0.025	0.049
Si	-0.016	-0.008	0.033
Si	0.006	-0.03	0.03
Si	-0.027	0.002	0.026
Si	0.009	0.022	0.005
Si	0.062	-0.01	0.038
Si	-0.01	-0.021	0.036
Si	0.001	0.007	0.021
Si	0.005	0.027	0.035
Si	-0.025	0.017	0.055
Si	0.017	-0.034	0.058
Si	-0.018	-0.031	0.017
Si	-0.247	-0.306	-0.676
Si	-0.369	-0.312	-0.633
Si	0.192	0.015	-0.678
Si	-0.222	-0.17	-0.65
Si	0.139	0.011	-0.822
Si	-0.235	0.074	-0.647
Si	0.012	0.124	-0.758
Si	-0.084	-0.102	-0.68
Si	0.247	0.243	-0.626
Si	-0.192	-0.244	-0.608
Si	0.285	0.109	-0.637
Si	-0.249	-0.138	-0.717
Si	0.167	0.147	-0.716
Si	-0.158	-0.076	-0.786
Si	0.266	0.099	-0.737
Si	-0.028	-0.094	-0.689
Si	0.304	0.34	-0.563
Si	-0.253	-0.201	-0.699
Si	-0.148	-0.185	0.056
Si	0.082	-0.076	-0.007
Si	0.014	-0.112	0.03
Si	0.019	-0.114	0
Si	-0.094	0	0.086
Si	-0.121	-0.15	0.009
Si	0.053	0.129	-0.031
Si	-0.084	-0.063	0.106
Si	0.048	0.049	0.049
Si	0.082	-0.036	0.042
Si	0.031	-0.025	0.137
Si	0.019	-0.061	-0.113
Si	-0.127	0.113	-0.054
Si	0.038	0.028	0.058
Si	-0.007	-0.021	0.088
Si	0.102	0.079	0.092
Si	0.129	-0.089	-0.179
Si	-0.041	0.106	-0.182
Si	0.128	0.082	0.13
Si	-0.113	0.106	-0.165
Si	0.095	0.021	-0.027
Si	-0.105	-0.038	0.064
Si	0.065	0.055	0.164
Si	-0.078	-0.068	0.002
Si	0.088	0.054	0.15
Si	0.069	0.026	-0.027
Si	0.067	0.077	-0.092
Si	0.04	0.105	0.051
Si	0.107	-0.021	-0.001
Si	-0.062	-0.002	-0.031
Si	0.023	0.111	0.055
Si	-0.001	-0.066	0.013
Si	0.04	-0.062	-0.045
Si	0.137	0.029	-0.032
Si	-0.085	-0.041	-0.006
Si	-0.039	0.043	0.017
Si	0.036	0.065	0.05
Si	0.022	-0.128	0.031
Si	0.02	-0.05	-0.092
Si	-0.059	-0.019	-0.123
Si	-0.126	0.052	0.092
Si	-0.043	-0.016	-0.116
Si	-0.122	0.058	0.074
Si	0.057	-0.056	0.006
Si	-0.045	-0.093	-0.12
Si	-0.039	-0.123	-0.051
Si	0.077	-0.067	-0.121
Si	-0.044	0.072	-0.067
Si	-0.055	-0.082	-0.152
Si	0.026	-0.025	0.049
Si	-0.135	-0.013	0.031
Si	-0.086	-0.133	-0.126
Si	0.057	0.007	-0.055
Si	0.03	0.058	-0.096
Si	0.017	-0.018	-0.034
Si	-0.025	0.026	-0.003
Si	0.01	0.014	-0.017
Si	0.011	0.008	-0.022
Si	0.046	0.024	-0.022
Si	0.022	0.018	-0.026
Si	0.028	0.032	0.003
Si	-0.003	0.02	0.006
Si	-0.011	0.002	-0.015
Si	0.011	0.023	-0.003
Si	-0.005	0.002	-0.01
Si	-0.007	0.016	0.002
Si	0.021	0.01	0.028
Si	-0.022	-0.035	-0.019
Si	0	0.004	0.004
Si	0.022	-0.026	0.001
Si	-0.02	-0.021	0.016
Si	0.003	-0.019	-0.03
Si	-0.017	-0.005	0.008
Si	-0.015	-0.007	-0.03
Si	-0.007	-0.024	-0.006
Si	0.006	-0.003	-0.02
Si	0.004	-0.017	-0.009
Si	0.01	-0.004	-0.015
Si	0.021	-0.002	-0.028
Si	0.007	-0.009	-0.003
Si	-0.02	0.008	-0.016
Si	0.023	0.003	-0.01
Si	-0.027	-0.016	0.002
Si	-0.038	-0.013	-0.015
Si	0.006	0.002	-0.004
Si	-0.024	-0.032	-0.01
Si	0.014	0	0.004
Si	-0.009	-0.027	0.003
Si	-0.023	0.015	0.011
Si	0.003	0.019	0.01
Si	-0.008	-0.024	0.004
Si	-0.03	-0.019	-0.022
Si	-0.003	0.014	-0.009
Si	-0.017	-0.008	-0.009
Si	-0.022	-0.005	-0.009
Si	0.001	0.015	-0.02
Si	-0.001	0.016	0.008
Si	0.002	0.015	-0.016
Si	0.004	0.015	-0.023
Si	-0.013	0.019	-0.018
Si	-0.004	0.007	-0.02
Si	-0.012	0.02	-0.026
Si	0.016	-0.009	-0.037
Si	-0.013	-0.016	-0.016
Si	-0.008	0.013	0.013
Si	-0.005	-0.002	-0.01
Si	-0.003	0.016	-0.009
Si	-0.033	0.013	-0.02
Si	0.004	-0.027	-0.004
Si	-0.003	-0.026	-0.02
Si	0.003	0.014	-0.011
Si	0.002	-0.02	-0.027
Si	-0.042	0.013	-0.031
Si	0.028	0.033	-0.025
Si	0.025	0.01	0.004
Si	0.023	-0.014	-0.011
Si	0.005	0.015	-0.029
Si	-0.018	0.014	-0.006
Si	-0.042	0.006	-0.026
Si	0.004	0.011	-0.02
Si	0.012	0.008	-0.013
Si	0.003	-0.011	-0.004
Si	0.023	-0.007	-0.021
Si	0.005	-0.014	0.008
Si	-0.009	0.019	0.005
Si	0.005	0.007	-0.002
Si	-0.01	0.02	-0.007
Si	-0.014	0.009	-0.009
Si	0.006	-0.001	-0.02
Si	-0.002	0	-0.013
